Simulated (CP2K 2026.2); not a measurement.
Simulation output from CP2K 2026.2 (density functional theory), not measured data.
Periodic cell of 3024 atoms, Si2160O864, from a study of silicon, its oxide and their interface. The atomic structure is a simulated model.
Doubt: the forces sum to 5.15 eV/angstrom along one axis rather than to zero, so they err by at least 0.0017 eV/angstrom per atom on average; the grid cutoff is modest.

Settings: functional PBE; method Gaussian and plane waves; basis set DZVP-MOLOPT-SR-GTH; pseudopotentials GTH-PBE; grid cutoff 300 Ry, relative cutoff 40 Ry; k points Gamma only; occupations fixed; spin none; net charge 0.

Cell vectors (angstrom)
a 97.92 0 0
b 0 16.32 0
c 8.0938 -2.6766 33.0718

Atoms: element, x, y, z (angstrom)
Si 1.691 -1.625 -0.064
Si 4.288 1.102 0.057
Si 1.146 4.433 -0.036
Si 3.826 7.01 0.051
Si 1.726 -6.944 -0.058
Si 4.033 -3.713 0.001
Si 6.605 -1.001 -0.014
Si 9.419 1.73 0.13
Si 7.082 3.882 0.084
Si 9.238 7.12 0.012
Si 6.995 9.305 -0.033
Si -6.647 -4.324 0.04
Si -3.842 -1.617 0.041
Si -1.701 1.569 -0.013
Si -3.881 3.87 -0.043
Si -1.143 6.622 -0.052
Si -4.419 -6.564 -0.113
Si -1.571 -3.823 -0.037
Si 2.736 -0.048 1.354
Si 5.411 2.763 1.291
Si 2.67 5.495 1.381
Si 5.456 8.154 1.309
Si 2.852 -5.367 1.255
Si 5.486 -2.551 1.378
Si 8.205 0.092 1.314
Si -5.533 2.66 1.134
Si 8.168 5.51 1.371
Si -5.504 8.179 1.254
Si 8.124 10.969 1.233
Si -5.485 -2.719 1.298
Si -2.765 0.001 1.34
Si 0.009 2.722 1.162
Si -2.748 5.479 1.247
Si 0.029 8.248 1.195
Si -2.758 -5.452 1.185
Si 0.05 -2.709 1.244
Si 1.344 1.389 2.591
Si 4.057 4.11 2.662
Si 1.312 6.891 2.675
Si 4.138 9.575 2.658
Si 1.383 -4.086 2.616
Si 4.087 -1.312 2.779
Si 6.807 1.436 2.686
Si 9.552 4.201 2.766
Si 6.763 6.812 2.718
Si 9.458 9.632 2.687
Si 6.802 12.308 2.651
Si -6.86 -1.348 2.632
Si -4.192 1.361 2.615
Si -1.364 4.085 2.586
Si -4.119 6.824 2.592
Si -1.38 -6.773 2.564
Si -4.089 -4.09 2.63
Si -1.308 -1.329 2.628
Si 0.003 0.047 3.996
Si 2.69 2.74 3.991
Si -0.042 5.47 3.986
Si 2.718 8.23 4.004
Si -0.02 -5.425 3.962
Si 2.698 -2.718 4.039
Si 5.447 0.084 4.078
Si 8.154 2.798 4.062
Si 5.399 5.46 4.055
Si 8.121 8.225 4.038
Si 5.453 10.944 4.032
Si 8.123 -2.669 4.068
Si -5.505 0.008 4.001
Si -2.768 2.735 3.938
Si -5.483 5.44 3.936
Si -2.736 8.183 3.948
Si -5.411 -5.424 4.06
Si -2.711 -2.703 3.963
Si 1.359 -1.33 16.243
Si 4.006 1.377 16.226
Si 1.302 4.105 16.261
Si 4.047 6.848 16.256
Si 1.328 -6.759 16.275
Si 4.062 -4.037 16.291
Si 6.747 -1.355 16.278
Si -6.818 1.375 16.301
Si 6.775 4.104 16.285
Si -6.799 6.832 16.291
Si 6.789 9.561 16.319
Si -6.82 -4.099 16.284
Si -4.103 -1.35 16.288
Si -1.388 1.388 16.221
Si -4.088 4.128 16.273
Si -1.413 6.8 16.276
Si -4.112 9.51 16.286
Si -1.399 -4.074 16.263
Si 2.683 0.038 17.636
Si 5.374 2.711 17.566
Si 2.697 5.466 17.578
Si 5.391 8.212 17.634
Si 2.7 -5.394 17.638
Si 5.399 -2.677 17.685
Si 8.101 -0.028 17.656
Si -5.453 2.782 17.614
Si 8.123 5.493 17.645
Si -5.437 8.151 17.699
Si 8.151 10.88 17.739
Si -5.473 -2.735 17.631
Si -2.7 0.022 17.595
Si -0.095 2.762 17.612
Si -2.761 5.468 17.702
Si -0.036 -8.155 17.589
Si -2.779 -5.424 17.626
Si 0.019 -2.723 17.564
Si 1.258 1.399 18.932
Si 4.058 4.094 18.913
Si 1.343 6.814 18.93
Si 4.049 -6.745 19.004
Si 1.365 -4.016 18.992
Si 4.04 -1.289 19.053
Si 6.661 1.31 18.93
Si -6.769 4.158 19.02
Si 6.724 6.836 18.982
Si -6.769 9.499 19.087
Si 6.762 -4.052 19.051
Si 9.449 -1.404 19.04
Si -4.059 1.418 18.91
Si -1.41 4.097 19.057
Si -4.109 6.802 19.128
Si -1.403 -6.8 18.928
Si -4.144 -4.081 19.02
Si -1.314 -1.377 18.901
Si -0.02 -0.021 20.306
Si 2.64 2.774 20.213
Si 0.021 5.458 20.33
Si 2.692 8.184 20.297
Si 0.004 -5.448 20.224
Si 2.668 -2.647 20.419
Si 5.404 0.049 20.484
Si 8.004 2.731 20.129
Si 5.372 5.449 20.32
Si 8.095 8.127 20.387
Si 5.363 -5.389 20.405
Si 8.114 -2.73 20.484
Si -5.395 -0.009 20.183
Si -2.792 2.742 20.419
Si -5.45 5.459 20.565
Si -2.728 -8.101 20.399
Si -5.449 -5.425 20.497
Si -2.662 -2.731 20.242
Si 1.564 -1.025 21.744
Si 3.737 1.292 21.61
Si 1.633 4.338 21.635
Si 3.804 6.615 21.614
Si 1.152 -6.955 21.589
Si 4.244 -3.78 21.731
Si 6.522 -1.597 21.806
Si -6.618 1.497 21.441
Si 6.897 4.187 21.564
Si -7.173 6.534 21.803
Si 6.927 -6.606 21.648
Si 9.166 -4.351 21.879
Si -3.828 -1.161 21.467
Si -1.643 1.064 21.56
Si -4.431 3.725 21.847
Si -1.057 7.1 21.578
Si -3.769 -6.479 21.768
Si -1.505 -4.295 21.541
Si -1.575 -0.308 -6.845
Si 5.646 -5.22 -2.253
Si 6.178 5.816 -4.706
Si -1.105 -7.063 25.536
Si -15.283 6.674 -7.056
Si -5.372 -6.62 -5.614
Si 1.31 3.59 -2.89
Si 3.331 -1.923 -6.602
Si -7.974 6.739 24.626
Si -2.124 2.184 -5.449
Si -4.946 -1.423 24.218
Si -1.643 7.218 -3.082
Si -3.545 -6.759 -3.074
Si -7.784 -0.278 23.817
Si 1.46 -0.741 24.663
Si -4.435 3.561 24.902
Si -3.19 0.739 25.552
Si 0.804 4.007 24.568
Si -6.927 0.569 -5.761
Si 6.92 1.685 25.893
Si 5.824 -7.568 -5.808
Si -4.696 -1.518 -2.911
Si -0.342 -4.192 24.38
Si -4.119 -6.68 24.861
Si -0.899 6.553 24.449
Si 3.384 1.472 -2.825
Si -2.406 -2.479 -4.834
Si 2.433 -5.17 23.917
Si 1.291 -0.659 -3.008
Si 3.809 -6.975 -3.934
Si 3.485 4.372 25.953
Si 5.109 3.006 23.862
Si 5.592 7.878 23.833
Si -6.819 -7.182 25.925
Si -8.012 -5.556 -4.936
Si -4.291 0.863 -6.963
Si -1.386 -4.681 -2.998
Si 6.144 -1.192 -6.95
Si 7.464 -5.184 -4.568
Si 1.756 -3.317 -4.518
Si -6.551 6.167 -3.046
Si 3.993 6.594 -2.847
Si -7.524 -4.446 24.769
Si -0.855 1.446 -2.852
Si -13.098 -1.154 -7.051
Si -7.08 -3.444 -2.887
Si 1.174 6.312 -4.095
Si 7.615 4.299 -2.763
Si -4.036 -4.194 -7.002
Si 1.295 -5.8 -3.012
Si -5.08 3.815 -2.821
Si -0.498 1.483 24.439
Si -6.23 1.083 -3.036
Si -3.921 5.771 -4.419
Si 1.343 -1.325 5.37
Si 4.048 1.419 5.4
Si 1.33 4.115 5.344
Si 4.041 6.845 5.381
Si 1.334 9.559 5.359
Si 4.062 12.266 5.401
Si 6.771 -1.31 5.43
Si 9.485 1.423 5.442
Si 6.772 4.127 5.42
Si -6.822 6.782 5.355
Si 6.778 9.576 5.411
Si -6.805 12.26 5.389
Si -4.098 -1.348 5.328
Si -1.403 1.388 5.328
Si -4.114 4.098 5.317
Si -1.402 6.822 5.342
Si -4.057 -6.795 5.379
Si -1.366 -4.058 5.341
Si 2.693 0.036 6.743
Si 5.405 2.771 6.772
Si 2.682 5.472 6.729
Si 5.405 8.202 6.749
Si 2.686 10.908 6.744
Si 5.403 -2.679 6.769
Si 8.131 0.048 6.792
Si -5.467 2.739 6.7
Si -8.174 5.448 6.751
Si -5.455 8.162 6.709
Si -8.167 10.889 6.747
Si -5.443 -2.693 6.73
Si -2.749 0.02 6.7
Si -0.04 2.751 6.699
Si -2.764 5.461 6.7
Si -0.029 8.183 6.707
Si -2.712 -5.417 6.728
Si -0.026 -2.69 6.72
Si 1.316 1.398 8.083
Si 4.041 4.131 8.115
Si 1.323 6.83 8.087
Si 4.041 9.551 8.111
Si 1.329 -4.045 8.095
Si 4.042 -1.318 8.119
Si 6.759 1.405 8.135
Si -6.813 4.085 8.097
Si 6.761 6.848 8.124
Si -6.803 9.526 8.092
Si 6.758 -4.035 8.139
Si -6.811 -1.334 8.09
Si -4.11 1.377 8.067
Si -1.396 4.107 8.067
Si -4.106 6.813 8.085
Si -1.367 -6.778 8.092
Si -4.087 -4.061 8.086
Si -1.394 -1.335 8.078
Si -0.037 0.027 9.443
Si 2.677 2.755 9.454
Si -0.038 5.466 9.44
Si 2.683 8.185 9.464
Si -0.02 -5.414 9.46
Si 2.683 -2.689 9.465
Si 5.403 0.036 9.483
Si -8.174 2.738 9.474
Si 5.402 5.484 9.484
Si -8.168 8.174 9.464
Si 5.397 -5.409 9.48
Si -8.165 -2.702 9.456
Si -5.456 0.023 9.455
Si -2.752 2.741 9.43
Si -5.459 5.453 9.453
Si -2.743 8.182 9.441
Si -5.449 -5.422 9.449
Si -2.74 -2.697 9.455
Si 1.319 -1.33 10.815
Si 4.037 1.401 10.824
Si 1.322 4.116 10.814
Si 4.042 6.84 10.843
Si 1.333 9.548 10.829
Si 4.04 -4.048 10.832
Si 6.764 -1.322 10.846
Si -6.815 1.373 10.827
Si -9.529 4.095 10.845
Si -6.813 6.811 10.821
Si -9.528 9.529 10.833
Si -6.808 -4.063 10.817
Si -4.102 -1.341 10.821
Si -1.401 1.382 10.802
Si -4.101 4.094 10.81
Si -1.39 6.824 10.807
Si -4.095 9.54 10.812
Si -1.385 -4.059 10.82
Si 2.685 0.026 12.172
Si 5.39 2.755 12.198
Si 2.677 5.474 12.191
Si 5.405 8.195 12.213
Si 2.69 10.909 12.196
Si 5.41 -2.697 12.19
Si 8.12 0.03 12.214
Si -5.457 2.739 12.182
Si -8.163 5.456 12.198
Si -5.456 8.179 12.171
Si -8.167 10.896 12.182
Si -5.456 -2.705 12.19
Si -2.747 0.025 12.183
Si -0.042 2.746 12.157
Si -2.748 5.463 12.167
Si -0.035 8.182 12.176
Si -2.744 -5.422 12.184
Si -0.03 -2.695 12.182
Si 1.318 1.387 13.512
Si 4.035 4.118 13.559
Si 1.316 6.834 13.552
Si 4.055 9.563 13.57
Si 1.326 -4.053 13.55
Si 4.048 -1.335 13.532
Si 6.75 1.391 13.558
Si -6.803 4.096 13.558
Si 6.77 6.84 13.582
Si -6.812 9.533 13.539
Si 6.763 -4.053 13.564
Si 9.469 -1.333 13.59
Si -4.112 1.379 13.549
Si -1.394 4.102 13.524
Si -4.103 6.822 13.532
Si -1.392 9.531 13.545
Si -4.103 -4.071 13.554
Si -1.389 -1.338 13.544
Si -0.014 0.026 14.886
Si 2.651 2.747 14.886
Si -0.051 5.459 14.898
Si 2.681 8.203 14.906
Si -0.036 -5.423 14.9
Si 2.708 -2.698 14.897
Si 5.397 0.015 14.907
Si 8.113 2.739 14.922
Si 5.41 5.469 14.924
Si 8.135 8.202 14.95
Si 5.424 10.915 14.944
Si 8.119 -2.717 14.944
Si -5.46 0.017 14.928
Si -2.755 2.756 14.891
Si -5.45 5.476 14.912
Si -2.753 8.169 14.908
Si -5.461 -5.445 14.915
Si -2.748 -2.7 14.909
Si 17.794 -1.554 0.073
Si 20.718 1.034 -0.023
Si 17.406 4.553 0.164
Si 20.016 6.976 0.135
Si 18.02 -6.901 0.152
Si 20.117 -3.701 0.043
Si 23 -1.164 0.467
Si 25.595 1.787 0.04
Si 23.209 3.916 -0.001
Si 25.586 6.956 -0.1
Si 23.45 9.286 0.064
Si 9.664 12.194 -0.098
Si 12.543 -1.439 0.546
Si 14.731 1.759 0.192
Si 12.423 3.873 0.079
Si 15.209 6.781 0.103
Si 11.845 9.91 -0.063
Si 14.576 -3.723 0.131
Si 18.988 0.062 1.287
Si 21.661 2.767 1.307
Si 18.926 5.566 1.609
Si 21.769 8.133 1.257
Si 19.118 -5.327 1.436
Si 21.693 -2.731 1.521
Si 24.615 0.136 1.451
Si 10.944 2.793 1.517
Si 24.434 5.468 1.308
Si 10.803 8.293 1.301
Si 24.509 -5.434 1.397
Si 10.803 -2.681 1.426
Si 13.798 0.123 1.657
Si 16.294 2.92 1.435
Si 13.569 5.562 1.286
Si 16.342 8.324 1.421
Si 13.472 -5.38 1.337
Si 16.27 -2.697 1.421
Si 17.679 1.459 2.684
Si 20.354 4.109 2.743
Si 17.609 6.97 2.892
Si 20.491 9.562 2.699
Si 17.641 -4.059 2.763
Si 20.322 -1.284 2.77
Si 23.113 1.47 2.725
Si 25.849 4.168 2.708
Si 23.088 6.803 2.692
Si 25.934 -6.854 2.646
Si 23.12 -4.109 2.76
Si 9.467 -1.294 2.733
Si 12.253 1.4 2.869
Si 14.902 4.25 2.772
Si 12.195 6.914 2.639
Si 14.889 -6.692 2.7
Si 12.168 -4.044 2.777
Si 15.103 -1.297 2.908
Si 16.424 0.103 4.176
Si 19.022 2.76 4.104
Si 16.258 5.552 4.173
Si 19.08 8.281 4.124
Si 16.267 -5.391 4.106
Si 18.991 -2.668 4.119
Si 21.756 0.065 4.073
Si 24.488 2.804 4.081
Si 21.75 5.461 4.079
Si 24.504 -8.158 4.025
Si 21.796 -5.446 4.133
Si 24.517 -2.688 4.022
Si 10.84 0.031 4.126
Si 13.595 2.834 4.145
Si 10.893 5.568 4.089
Si 13.558 8.23 4.05
Si 10.821 -5.397 4.12
Si 13.585 -2.667 4.106
Si 17.668 -1.337 16.289
Si 20.384 1.354 16.251
Si 17.603 4.099 16.242
Si 20.367 6.814 16.276
Si 17.634 -6.776 16.276
Si 20.369 -4.065 16.292
Si 23.125 -1.368 16.262
Si 9.448 1.383 16.311
Si 23.107 4.072 16.324
Si 9.497 6.858 16.328
Si 23.125 -6.769 16.277
Si 9.47 -4.088 16.323
Si 12.173 -1.361 16.303
Si 14.917 1.379 16.282
Si 12.199 4.14 16.309
Si 14.886 6.835 16.311
Si 12.185 -6.783 16.335
Si 14.903 -4.103 16.297
Si 19.05 0.022 17.641
Si 21.728 2.677 17.639
Si 18.98 5.427 17.579
Si 21.719 8.226 17.588
Si 18.99 -5.43 17.642
Si 21.765 -2.71 17.613
Si 24.461 -0.034 17.661
Si 10.812 2.785 17.624
Si 24.463 5.449 17.679
Si 10.873 8.172 17.749
Si 24.497 -5.485 17.706
Si 10.82 -2.733 17.682
Si 13.569 -0.015 17.616
Si 16.236 2.781 17.633
Si 13.527 5.503 17.719
Si 16.256 -8.114 17.632
Si 13.51 -5.411 17.705
Si 16.315 -2.757 17.59
Si 17.635 1.42 18.914
Si 20.307 4.035 18.928
Si 17.628 6.801 18.913
Si 20.349 -6.791 18.982
Si 17.67 -4.052 19.015
Si 20.454 -1.34 18.995
Si 23.074 1.294 19.008
Si 9.496 4.171 19.018
Si 23.045 6.865 18.926
Si 9.542 9.519 19.137
Si 23.084 -4.099 18.976
Si 25.819 -1.397 19.032
Si 12.183 1.381 18.901
Si 14.878 4.13 19.048
Si 12.22 6.838 19.191
Si 14.894 -6.772 19.025
Si 12.151 -4.053 19.115
Si 14.919 -1.462 18.916
Si 16.324 -0.079 20.119
Si 18.94 2.745 20.362
Si 16.287 5.502 20.343
Si 18.995 8.124 20.277
Si 16.236 -5.355 20.339
Si 19.113 -2.725 20.327
Si 21.772 -0.02 20.477
Si 24.428 2.661 20.306
Si 21.627 5.496 20.164
Si 24.389 8.095 20.413
Si 21.675 -5.418 20.338
Si 24.444 -2.767 20.367
Si 10.86 -0.005 20.256
Si 13.493 2.72 20.329
Si 10.844 5.473 20.569
Si 13.632 8.205 20.532
Si 10.862 10.904 20.585
Si 13.582 -2.71 20.431
Si 17.934 -1.103 21.483
Si 20.081 1.159 21.649
Si 17.799 4.351 21.689
Si 20.072 6.517 21.619
Si 17.455 -6.949 21.486
Si 20.65 -3.839 21.757
Si 22.932 -1.66 21.781
Si 9.486 1.5 21.367
Si 23.13 4.264 21.391
Si 9.078 6.494 21.788
Si 23.168 -6.636 21.627
Si 25.484 -4.436 21.651
Si 12.49 -1.011 21.623
Si 14.776 1.078 21.36
Si 11.812 3.638 21.741
Si 15.327 7.094 21.783
Si 12.56 9.832 21.86
Si 14.769 -4.213 21.821
Si 14.848 -0.707 -7.081
Si 21.32 -4.128 -2.853
Si 22.808 6.836 -3.933
Si 14.72 -6.845 25.805
Si 9.05 3.942 25.976
Si 10.223 -6.379 -5.088
Si 19.216 5.074 -2.124
Si 19.504 -2.059 -4.093
Si 8.181 6.703 24.58
Si 13.708 2.936 -5.339
Si 11.51 2.599 24.454
Si 14.539 7.313 -2.828
Si 12.675 -6.656 -3.044
Si 8.339 -0.149 23.824
Si 16.744 -2.824 23.866
Si 14.104 1.911 25.67
Si 9.465 1.361 -6.72
Si 9.692 4.486 -6.997
Si 6.285 1.724 -4.075
Si 23.508 1.467 25.535
Si 21.851 8.126 -6.585
Si 12.887 -2.219 -5.472
Si 13.611 -1.022 25.873
Si 11.898 -6.957 24.827
Si 15.445 6.71 24.827
Si 21.03 0.2 -2.891
Si 13.333 -0.761 -3.2
Si 18.772 -5.205 23.813
Si 15.915 -0.08 -1.964
Si 22.789 -6.659 -2.867
Si 12.055 6.148 -6.888
Si 21.707 2.742 23.688
Si 21.83 7.924 23.847
Si 9.127 -7.125 25.887
Si 9.487 7.526 -6.734
Si 12.276 0.499 -6.581
Si 14.968 -4.865 -2.776
Si 24.642 0.887 -6.378
Si 23.382 -1.822 -2.438
Si 17.189 -3.782 -4.294
Si 10.452 5.142 -2.097
Si 21.832 4.228 -2.868
Si 9.012 -4.199 24.901
Si 15.456 0.77 -4.678
Si 11.207 -0.541 24.276
Si 8.666 -2.031 -2.077
Si 17.517 7.127 -3.912
Si 22.107 2.056 -4.901
Si 11.779 -4.53 -7.058
Si 17.42 -6.345 -2.831
Si 10.965 0.038 -1.609
Si 16.281 2.549 23.703
Si 8.125 -0.482 -4.634
Si 12.624 5.451 -4.066
Si 17.709 -1.303 5.528
Si 20.399 1.406 5.456
Si 17.652 4.138 5.453
Si 20.403 6.842 5.44
Si 17.668 9.599 5.461
Si 20.394 -4.048 5.429
Si 23.135 -1.33 5.393
Si 25.84 1.388 5.414
Si 23.125 4.134 5.455
Si 9.491 6.891 5.424
Si 23.167 -6.81 5.442
Si 9.477 -4.015 5.449
Si 12.218 -1.319 5.463
Si 14.972 1.445 5.465
Si 12.216 4.183 5.471
Si 14.889 6.898 5.486
Si 12.2 -6.757 5.443
Si 14.929 -4.027 5.471
Si 19.074 0.049 6.855
Si 21.762 2.766 6.805
Si 19.032 5.489 6.799
Si 21.777 -8.142 6.803
Si 19.027 -5.374 6.818
Si 21.775 -2.691 6.771
Si 24.483 0.022 6.774
Si 10.847 2.788 6.794
Si 8.131 5.5 6.767
Si 10.845 -8.104 6.812
Si 8.122 -5.39 6.791
Si 10.852 -2.675 6.812
Si 13.586 0.064 6.794
Si 16.317 2.782 6.839
Si 13.563 5.517 6.847
Si 16.303 8.228 6.813
Si 13.568 -5.4 6.808
Si 16.292 -2.662 6.827
Si 17.675 1.404 8.182
Si 20.391 4.122 8.16
Si 17.66 6.844 8.155
Si 20.395 -6.769 8.142
Si 17.659 -4.026 8.175
Si 20.429 -1.34 8.17
Si 23.122 1.382 8.145
Si 9.476 4.135 8.144
Si 23.123 6.824 8.174
Si 9.481 -6.744 8.156
Si 23.127 -4.063 8.133
Si 9.492 -1.307 8.155
Si 12.211 1.418 8.147
Si 14.937 4.138 8.177
Si 12.19 6.858 8.186
Si 14.936 -6.746 8.172
Si 12.207 -4.04 8.165
Si 14.926 -1.303 8.17
Si 16.298 0.043 9.526
Si 19.034 2.764 9.527
Si 16.303 5.488 9.525
Si 19.028 -8.122 9.509
Si 16.297 -5.391 9.527
Si 19.036 -2.683 9.52
Si 21.775 0.028 9.521
Si 8.119 2.764 9.499
Si 21.753 5.469 9.526
Si 8.118 -8.12 9.495
Si 21.759 -5.417 9.5
Si 8.126 -2.678 9.496
Si 10.854 0.051 9.511
Si 13.569 2.766 9.518
Si 10.831 5.481 9.519
Si 13.569 -8.109 9.523
Si 10.842 -5.394 9.518
Si 13.565 -2.673 9.521
Si 17.66 -1.329 10.871
Si 20.394 1.385 10.867
Si 17.661 4.118 10.879
Si 20.381 -9.489 10.874
Si 17.66 -6.765 10.868
Si 20.39 -4.064 10.862
Si 23.132 -1.345 10.865
Si 9.48 1.404 10.863
Si 6.756 4.123 10.853
Si 9.47 -9.479 10.866
Si 6.757 -6.764 10.849
Si 9.48 -4.035 10.867
Si 12.202 -1.317 10.88
Si 14.924 1.397 10.878
Si 12.196 4.118 10.87
Si 14.925 6.838 10.871
Si 12.2 -6.756 10.873
Si 14.925 -4.037 10.878
Si 19.027 0.024 12.218
Si 21.745 2.74 12.233
Si 19.019 5.473 12.238
Si 21.75 -8.14 12.23
Si 19.023 -5.414 12.229
Si 21.757 -2.704 12.208
Si 24.486 0.002 12.238
Si 10.839 2.756 12.231
Si 8.119 5.475 12.224
Si 10.836 -8.122 12.219
Si 8.12 -5.409 12.21
Si 10.839 -2.685 12.235
Si 13.564 0.036 12.245
Si 16.288 2.757 12.226
Si 13.554 5.479 12.223
Si 16.287 8.195 12.218
Si 13.558 -5.402 12.23
Si 16.291 -2.683 12.231
Si 17.653 1.38 13.563
Si 20.379 4.1 13.589
Si 17.636 6.832 13.578
Si 20.385 -6.779 13.585
Si 17.646 -4.056 13.579
Si 20.387 -1.353 13.562
Si 23.112 1.371 13.573
Si 9.482 4.117 13.589
Si 23.107 -9.514 13.587
Si 9.478 -6.765 13.575
Si 23.111 -4.065 13.567
Si 25.85 -1.363 13.598
Si 12.188 1.392 13.6
Si 14.908 4.11 13.574
Si 12.191 6.84 13.58
Si 14.912 9.539 13.573
Si 12.193 -4.057 13.595
Si 14.925 -1.335 13.599
Si 16.301 0.03 14.937
Si 19.003 2.732 14.924
Si 16.248 5.484 14.925
Si 19.006 8.181 14.929
Si 16.271 -5.428 14.919
Si 19.019 -2.701 14.926
Si 21.757 -0.002 14.912
Si 24.46 2.722 14.946
Si 21.751 5.445 14.953
Si 24.472 -8.158 14.939
Si 21.75 -5.409 14.934
Si 24.487 -2.74 14.936
Si 10.822 0.024 14.955
Si 13.551 2.76 14.949
Si 10.837 5.491 14.949
Si 13.542 8.197 14.947
Si 10.832 -5.428 14.955
Si 13.557 -2.706 14.951
Si 34.247 -1.617 0.052
Si 36.022 1.897 0.028
Si 33.887 4.129 0.469
Si 36.437 6.975 0.098
Si 34.282 -7.067 0.077
Si 36.47 -3.893 -0.055
Si 39.397 -1.336 0.02
Si 41.907 1.552 -0.071
Si 39.698 3.865 0.01
Si 41.914 7.04 0.004
Si 39.61 9.166 0.061
Si 26.038 -4.278 0.038
Si 28.993 -1.606 -0.067
Si 31.13 1.755 0.163
Si 28.975 3.981 0.327
Si 31.638 6.231 0.178
Si 28.4 -6.416 -0.033
Si 31.211 -3.89 0.007
Si 35.3 0.055 1.351
Si 37.951 2.78 1.197
Si 35.357 5.513 1.568
Si 38.09 8.032 1.404
Si 35.394 -5.455 1.361
Si 38.128 -2.842 1.289
Si 40.795 0.01 1.321
Si 27.236 2.806 1.38
Si 40.844 5.41 1.338
Si 27.292 -8.205 1.135
Si 40.833 10.768 1.299
Si 27.277 -2.66 1.235
Si 29.988 0.033 1.308
Si 32.58 2.713 1.714
Si 30.139 5.353 1.743
Si 32.672 8.055 1.303
Si 29.988 -5.4 1.339
Si 32.715 -2.755 1.399
Si 33.985 1.266 2.862
Si 36.771 4.091 2.764
Si 33.98 6.85 2.862
Si 36.783 9.508 2.718
Si 34.027 -4.141 2.752
Si 36.778 -1.351 2.622
Si 39.359 1.38 2.611
Si 42.26 4.036 2.636
Si 39.461 6.694 2.753
Si 42.197 9.452 2.719
Si 39.483 12.147 2.668
Si 25.95 -1.33 2.69
Si 28.559 1.338 2.706
Si 31.347 4.03 3.142
Si 28.598 6.841 2.683
Si 31.307 -6.851 2.644
Si 28.593 -4.035 2.68
Si 31.346 -1.328 2.707
Si 32.635 -0.057 4.194
Si 35.4 2.695 4.102
Si 32.724 5.475 4.297
Si 35.398 8.202 4.13
Si 32.648 -5.498 4.067
Si 35.412 -2.72 4.031
Si 38.104 -0.018 4.038
Si 40.811 2.702 3.969
Si 38.121 5.392 4.152
Si 40.829 8.095 4.071
Si 38.141 10.838 4.085
Si 40.83 -2.763 4.007
Si 27.243 0 4.111
Si 29.866 2.633 4.22
Si 27.222 5.497 4.066
Si 29.936 8.186 4.068
Si 27.239 -5.439 4.026
Si 29.954 -2.694 4.051
Si 34.041 -1.371 16.288
Si 36.73 1.314 16.291
Si 33.988 4.06 16.309
Si 36.725 6.775 16.264
Si 34.029 -6.808 16.323
Si 36.745 -4.091 16.332
Si 39.457 -1.39 16.359
Si 25.809 1.363 16.314
Si 39.476 4.033 16.306
Si 25.821 -9.528 16.306
Si 39.444 9.498 16.273
Si 25.827 -4.112 16.318
Si 28.558 -1.365 16.33
Si 31.27 1.356 16.282
Si 28.563 4.099 16.329
Si 31.268 6.783 16.338
Si 28.534 -6.834 16.323
Si 31.268 -4.084 16.271
Si 35.385 -0.024 17.682
Si 38.126 2.631 17.632
Si 35.391 5.41 17.627
Si 38.056 8.159 17.607
Si 35.397 -5.45 17.701
Si 38.098 -2.751 17.724
Si 40.8 -0.035 17.755
Si 27.162 2.752 17.647
Si 40.826 5.417 17.65
Si 27.178 -8.21 17.701
Si 40.807 10.826 17.643
Si 27.174 -2.741 17.665
Si 29.94 0.006 17.667
Si 32.583 2.724 17.658
Si 29.901 5.452 17.745
Si 32.663 -8.18 17.659
Si 29.875 -5.412 17.621
Si 32.674 -2.752 17.597
Si 33.961 1.358 18.96
Si 36.785 4.017 18.923
Si 34.054 6.764 19.002
Si 36.758 -6.835 19.051
Si 34.01 -4.067 19.012
Si 36.748 -1.361 19.095
Si 39.409 1.312 19.112
Si 25.838 4.104 19.069
Si 39.432 6.816 18.919
Si 25.852 -6.879 19.102
Si 39.458 -4.173 19.05
Si 42.158 -1.447 19.071
Si 28.522 1.386 18.971
Si 31.261 4.075 19.089
Si 28.501 -9.537 19.137
Si 31.262 -6.758 18.919
Si 28.507 -4.101 19.039
Si 31.353 -1.398 18.952
Si 32.679 -0.039 20.346
Si 35.375 2.704 20.244
Si 32.707 5.408 20.389
Si 35.415 8.123 20.4
Si 32.64 -5.45 20.303
Si 35.344 -2.733 20.415
Si 38.087 -0.019 20.567
Si 40.749 2.717 20.42
Si 38.137 5.405 20.241
Si 40.797 8.132 20.284
Si 38.138 -5.557 20.465
Si 40.818 -2.836 20.44
Si 27.222 -0.037 20.327
Si 29.793 2.766 20.407
Si 27.161 5.433 20.593
Si 29.889 -8.049 20.31
Si 27.217 -5.501 20.484
Si 29.975 -2.744 20.278
Si 34.274 -1.095 21.754
Si 36.422 1.232 21.725
Si 34.418 4.321 21.627
Si 36.673 6.549 21.629
Si 33.751 -7.054 21.593
Si 36.868 -4.014 21.672
Si 39.156 -1.804 21.744
Si 26 1.494 21.597
Si 39.639 4.355 21.7
Si 25.378 6.445 21.787
Si 39.797 -6.686 21.77
Si 42.025 -4.478 21.637
Si 28.883 -1.165 21.577
Si 31.005 1.121 21.48
Si 28.202 3.761 21.94
Si 31.5 -9.219 21.457
Si 28.916 -6.501 21.826
Si 31.132 -4.254 21.637
Si 39.22 -2.185 24.672
Si 37.881 -5.74 -2.242
Si 43.178 7.996 -4.983
Si 22.709 -5.392 -6.835
Si 17.219 6.611 -7.001
Si 27.602 -6.333 -5.475
Si 36.269 5.668 -2.645
Si 36.747 -1.714 -4.144
Si 24.546 6.628 24.621
Si 31.768 3.822 -4.371
Si 27.785 -1.408 24.35
Si 29.241 6.189 -1.718
Si 28.847 -7.51 -2.799
Si 24.924 -0.401 23.879
Si 34.349 0.652 25.637
Si 28.143 3.719 25.042
Si 29.453 0.895 25.562
Si 33.437 4.262 24.368
Si 27.074 0.541 -4.907
Si 39.012 1.505 25.962
Si 45.343 7.581 25.759
Si 28.436 -1.649 -3.011
Si 32.944 -2.976 23.899
Si 28.504 -6.565 24.876
Si 31.483 6.355 24.16
Si 36.489 3.198 -4.194
Si 31.261 -1.632 -4.013
Si 35.042 -5.307 23.874
Si 32.668 0.138 -2.072
Si 37.584 0.294 -1.8
Si 35.991 4.824 25.871
Si 37.627 3.275 23.896
Si 38.504 7.75 23.989
Si 25.679 -7.16 25.769
Si 24.855 -5.455 -4.755
Si 36.954 -0.794 25.918
Si 31.695 -7.599 -3.978
Si 38.25 6.55 -4.672
Si 43.059 1.407 -2.899
Si 34.042 -3.224 -4.059
Si 27.42 5.261 -5.399
Si 39.909 4.663 -2.913
Si 25.209 -4.527 24.537
Si 41.867 -1.444 25.841
Si 27.684 -3.884 25.976
Si 25.82 -3.189 -2.844
Si 32.948 -5.359 -2.243
Si 33.886 1.666 -4.41
Si 36.797 -6.714 25.96
Si 34.69 7.499 -6.09
Si 29.085 3.874 -3.516
Si 32.086 1.758 24.256
Si 26.54 2.607 -2.677
Si 25.577 5.538 -2.957
Si 34.046 -1.42 5.464
Si 36.758 1.323 5.44
Si 34.09 4.052 5.532
Si 36.751 6.791 5.461
Si 34.019 9.531 5.478
Si 36.766 12.233 5.409
Si 39.479 -1.39 5.381
Si 42.17 1.317 5.349
Si 39.506 4.023 5.442
Si 25.844 6.825 5.431
Si 39.488 9.47 5.442
Si 25.86 -4.076 5.389
Si 28.602 -1.363 5.455
Si 31.273 1.303 5.538
Si 28.524 4.092 5.469
Si 31.27 6.84 5.502
Si 28.588 -6.768 5.427
Si 31.296 -4.093 5.407
Si 35.389 -0.026 6.805
Si 38.129 2.674 6.798
Si 35.428 5.43 6.859
Si 38.12 8.134 6.815
Si 35.397 10.893 6.802
Si 38.122 -2.735 6.773
Si 40.837 -0.034 6.752
Si 27.172 2.732 6.82
Si 24.487 5.478 6.812
Si 27.213 8.186 6.781
Si 24.507 -5.421 6.783
Si 27.212 -2.727 6.778
Si 29.925 -0.042 6.877
Si 32.663 2.701 6.836
Si 29.912 5.443 6.82
Si 32.656 8.178 6.843
Si 29.939 -5.424 6.8
Si 32.666 -2.767 6.804
Si 34.028 1.331 8.177
Si 36.785 4.046 8.18
Si 34.022 6.79 8.177
Si 36.748 9.506 8.155
Si 34.026 -4.1 8.177
Si 36.759 -1.384 8.151
Si 39.485 1.311 8.145
Si 25.824 4.096 8.175
Si 39.48 6.759 8.161
Si 25.857 9.538 8.153
Si 39.47 -4.106 8.143
Si 25.847 -1.35 8.13
Si 28.55 1.364 8.172
Si 31.289 4.079 8.166
Si 28.552 6.814 8.161
Si 31.29 -6.781 8.18
Si 28.569 -4.074 8.158
Si 31.312 -1.404 8.187
Si 32.662 -0.023 9.534
Si 35.395 2.697 9.525
Si 32.654 5.43 9.526
Si 35.387 8.149 9.525
Si 32.659 -5.446 9.542
Si 35.388 -2.731 9.517
Si 38.117 -0.029 9.514
Si 24.468 2.731 9.525
Si 38.126 5.41 9.539
Si 24.489 8.183 9.517
Si 38.11 -5.46 9.512
Si 24.486 -2.706 9.496
Si 27.195 -0.003 9.519
Si 29.923 2.719 9.521
Si 27.197 5.45 9.522
Si 29.924 8.164 9.519
Si 27.213 -5.433 9.521
Si 29.931 -2.738 9.539
Si 34.027 -1.379 10.888
Si 36.755 1.331 10.879
Si 34.021 4.064 10.875
Si 36.745 6.778 10.88
Si 34.017 9.501 10.886
Si 36.741 -4.103 10.866
Si 39.475 -1.389 10.869
Si 25.835 1.363 10.874
Si 23.108 4.096 10.879
Si 25.838 6.81 10.879
Si 23.113 -6.783 10.865
Si 25.84 -4.069 10.864
Si 28.565 -1.361 10.879
Si 31.287 1.352 10.872
Si 28.559 4.082 10.877
Si 31.283 6.794 10.872
Si 28.568 9.522 10.883
Si 31.292 -4.093 10.9
Si 35.39 -0.021 12.241
Si 38.11 2.684 12.248
Si 35.375 5.423 12.242
Si 38.105 8.137 12.237
Si 35.377 10.866 12.232
Si 38.104 -2.744 12.216
Si 40.827 -0.031 12.239
Si 27.194 2.722 12.233
Si 24.477 5.448 12.237
Si 27.203 8.163 12.234
Si 24.475 -5.43 12.22
Si 27.203 -2.723 12.234
Si 29.922 0.005 12.238
Si 32.65 2.71 12.23
Si 29.922 5.439 12.233
Si 32.644 8.143 12.236
Si 29.928 -5.452 12.255
Si 32.656 -2.729 12.247
Si 34.015 1.346 13.582
Si 36.735 4.05 13.594
Si 33.998 6.782 13.595
Si 36.737 9.506 13.585
Si 34.016 -4.099 13.598
Si 36.753 -1.393 13.586
Si 39.471 1.321 13.61
Si 25.836 4.082 13.598
Si 39.465 6.763 13.588
Si 25.83 -6.799 13.579
Si 39.451 -4.095 13.585
Si 42.177 -1.378 13.62
Si 28.549 1.362 13.598
Si 31.282 4.072 13.585
Si 28.56 6.799 13.592
Si 31.287 9.497 13.606
Si 28.554 -4.09 13.601
Si 31.288 -1.357 13.59
Si 32.659 -0.005 14.948
Si 35.363 2.697 14.955
Si 32.629 5.426 14.959
Si 35.364 8.152 14.934
Si 32.653 -5.462 14.955
Si 35.392 -2.745 14.946
Si 38.107 -0.048 14.96
Si 40.842 2.672 14.972
Si 38.108 5.4 14.947
Si 40.822 8.124 14.946
Si 38.088 10.875 14.942
Si 40.796 -2.736 14.956
Si 27.195 0.002 14.97
Si 29.907 2.731 14.948
Si 27.2 5.445 14.954
Si 29.917 8.144 14.967
Si 27.188 -5.463 14.955
Si 29.912 -2.708 14.938
Si -47.353 -1.854 0.076
Si -44.553 1.056 0.223
Si -47.491 4.426 0.092
Si -45.06 7.001 0.252
Si -47.199 -7.013 0.132
Si -45.094 -3.984 0.348
Si -42.347 -1.121 0.323
Si -39.614 1.465 0.408
Si -41.797 3.703 0.126
Si -39.615 7.101 0.173
Si -41.842 9.29 0.271
Si 42.442 11.853 -0.042
Si 45.246 -1.723 0.124
Si 47.558 1.509 0.071
Si 45.37 3.794 0.133
Si 48.004 6.442 0.196
Si 44.627 9.564 -0.144
Si 47.365 -4.044 0.035
Si -46.226 -0.148 1.358
Si -43.427 2.668 1.498
Si -46.149 5.491 1.646
Si -43.443 8.124 1.491
Si -46.217 -5.522 1.64
Si -43.48 -2.774 1.529
Si -40.821 -0.028 1.685
Si 43.597 2.652 1.218
Si -40.72 5.387 1.382
Si 43.534 8.092 1.322
Si -40.723 10.808 1.63
Si 43.556 -2.844 1.312
Si 46.38 -0.086 1.364
Si -48.719 2.697 1.279
Si 46.408 5.353 1.504
Si -48.851 8.151 1.387
Si 46.192 -5.612 1.287
Si -48.943 -2.926 1.395
Si -47.507 1.284 2.714
Si -44.787 4.032 2.848
Si -47.568 6.834 2.897
Si -44.776 9.468 2.899
Si -47.643 -4.187 2.889
Si -44.885 -1.426 2.847
Si -42.153 1.362 2.981
Si -39.373 4.095 2.838
Si -42.105 6.699 2.804
Si -39.363 9.467 2.953
Si -42.112 12.207 2.881
Si 42.188 -1.409 2.625
Si 44.924 1.278 2.649
Si -50.124 3.975 2.776
Si 44.926 6.74 2.692
Si -50.309 -6.869 2.696
Si 44.898 -4.2 2.707
Si -50.214 -1.447 2.74
Si -48.888 -0.054 4.099
Si -46.18 2.641 4.135
Si -48.897 5.393 4.186
Si -46.174 8.14 4.24
Si -49.01 -5.542 4.173
Si -46.242 -2.791 4.192
Si -43.537 -0.052 4.236
Si -40.734 2.737 4.23
Si -43.451 5.388 4.214
Si -40.766 8.072 4.206
Si -43.456 10.848 4.242
Si -40.75 -2.765 4.228
Si 43.554 -0.066 4.017
Si -51.61 2.632 4.042
Si 43.575 5.379 4.054
Si -51.65 8.096 4.075
Si 43.539 -5.508 4.096
Si -51.645 -2.8 4.055
Si -47.6 -1.388 16.374
Si -44.885 1.342 16.371
Si -47.62 4.079 16.38
Si -44.868 6.799 16.373
Si -47.596 -6.777 16.332
Si -44.872 -4.107 16.404
Si -42.134 -1.385 16.38
Si 42.177 1.333 16.395
Si -42.142 4.063 16.381
Si 42.192 6.746 16.282
Si -42.145 9.517 16.438
Si 42.146 -4.121 16.283
Si 44.888 -1.346 16.357
Si -50.314 1.341 16.349
Si 44.875 4.061 16.351
Si -50.336 6.772 16.374
Si 44.905 -6.826 16.342
Si -50.311 -4.078 16.364
Si -46.269 0.001 17.722
Si -43.484 2.673 17.711
Si -46.227 5.434 17.71
Si -43.567 8.193 17.765
Si -46.263 -5.453 17.756
Si -43.464 -2.762 17.727
Si -40.8 -0.05 17.779
Si 43.543 2.717 17.747
Si -40.82 5.441 17.756
Si 43.573 8.06 17.65
Si -40.76 10.83 17.836
Si 43.47 -2.731 17.618
Si 46.265 0.007 17.736
Si -48.997 2.717 17.73
Si 46.209 5.408 17.746
Si -48.97 -8.12 17.653
Si 46.237 -5.427 17.71
Si -48.953 -2.733 17.757
Si -47.663 1.353 19.092
Si -44.877 4.002 19.024
Si -47.557 6.91 18.983
Si -44.917 -6.77 19.166
Si -47.615 -4.107 19.133
Si -44.834 -1.356 18.992
Si -42.147 1.327 19.118
Si 42.145 4.082 19.077
Si -42.218 6.806 19.07
Si 42.193 9.416 18.918
Si -42.134 -4.114 19.157
Si -39.439 -1.386 19.169
Si 44.949 1.392 19.119
Si 47.557 4.061 19.116
Si 44.874 6.761 19.142
Si 47.596 -6.807 19.059
Si 44.821 -4.026 18.984
Si 47.617 -1.355 19.113
Si 48.912 0.042 20.539
Si -46.234 2.666 20.406
Si 48.975 5.543 20.224
Si -46.283 8.208 20.528
Si 48.909 -5.456 20.493
Si -46.18 -2.689 20.338
Si -43.521 -0.036 20.435
Si -40.829 2.683 20.507
Si -43.584 5.408 20.362
Si -40.859 8.094 20.489
Si -43.563 -5.419 20.533
Si -40.75 -2.791 20.561
Si 43.568 -0.075 20.344
Si 46.266 2.757 20.636
Si 43.466 5.443 20.52
Si 46.253 8.154 20.458
Si 43.524 10.795 20.224
Si 46.151 -2.677 20.389
Si 50.588 -1.158 21.641
Si -45.14 1.045 21.747
Si 50.501 4.361 21.474
Si -45.169 6.498 21.692
Si 50.019 -7.006 21.884
Si -44.623 -3.697 21.762
Si -42.319 -1.563 21.758
Si 42.315 1.426 21.561
Si -42.138 4.202 21.739
Si 41.819 6.62 21.729
Si -42.058 -6.699 21.795
Si -39.791 -4.454 21.989
Si 45.13 -1.058 21.804
Si 47.41 1.187 22.024
Si 44.477 3.781 21.837
Si 47.887 7.002 21.688
Si 45.043 9.76 21.67
Si 47.211 -4.312 21.647
Si 47.332 -1.728 -6.991
Si -43.335 -5.229 -1.808
Si -41.803 6.854 -3.949
Si 47.183 -6.393 25.893
Si 33.488 6.174 -3.702
Si -47.734 6.743 25.726
Si -45.51 5.285 -2.126
Si -43.889 -3.452 -6.205
Si 32.32 -7.067 -6.916
Si 47.389 3.764 -3.988
Si 43.7 -2.964 23.871
Si 47.729 6.703 -2.786
Si 45.591 -7.481 -3.102
Si 41.778 1.191 24.506
Si 48.738 -2.51 23.731
Si 44.043 3.306 24.723
Si 37.759 4.393 -6.689
Si 47.469 5.796 24.546
Si 47.488 -0.952 25.75
Si 47.999 4.37 -7.032
Si -43.188 7.779 -6.255
Si -45.034 -4.232 24.737
Si 42.209 -1.235 -7.039
Si 43.198 -7.892 23.932
Si 36.895 -7.211 -4.671
Si -45.996 1.327 -2.388
Si 46.211 -2.858 -4.54
Si -47.942 -6.669 24.876
Si -47.471 -1.12 -2.818
Si -43.019 -6.962 -4.019
Si -46.542 4.088 25.364
Si -43.936 2.829 24.009
Si -43.315 7.622 23.937
Si 33.461 -4.13 -6.898
Si 39.179 -3.77 -4.163
Si 41.169 0.804 -5.176
Si 47.601 -5.083 -2.94
Si -39.936 0.815 -6.411
Si -41.2 -2.997 -1.816
Si -46.566 -3.71 -4.452
Si 42.575 6.036 -2.884
Si -42.843 4.122 -2.84
Si 31.064 -2.045 -6.908
Si -48.92 1.341 -2.662
Si 37.646 -0.93 -6.983
Si 41.286 -2.613 -2.243
Si -47.273 7.356 -3.815
Si -44.37 0.835 -4.727
Si -44.017 -6.712 25.93
Si -47.466 -6.108 -2.879
Si 44.115 -1.251 -2.737
Si 48.871 3.175 23.959
Si 38.976 1.816 -3.619
Si 44.665 4.065 -2.739
Si -47.571 -1.394 5.521
Si -44.869 1.32 5.572
Si -47.531 4.019 5.505
Si -44.828 6.748 5.56
Si -47.586 9.484 5.54
Si -44.858 12.198 5.556
Si -42.128 -1.396 5.559
Si -39.383 1.333 5.544
Si -42.103 4.059 5.595
Si 42.204 6.738 5.422
Si -42.106 9.461 5.566
Si 42.18 -4.112 5.412
Si -53.011 -1.419 5.401
Si -50.283 1.287 5.445
Si -52.976 4.016 5.403
Si -50.308 6.748 5.481
Si -53.007 -6.858 5.447
Si -50.329 -4.129 5.492
Si -46.229 -0.043 6.908
Si -43.487 2.682 6.913
Si -46.193 5.376 6.892
Si -43.483 8.12 6.919
Si -46.231 10.848 6.902
Si -43.491 -2.759 6.91
Si -40.762 -0.023 6.902
Si 43.543 2.665 6.742
Si 40.848 5.394 6.801
Si 43.55 8.104 6.799
Si 40.835 -5.471 6.791
Si 43.547 -2.762 6.779
Si -51.658 -0.065 6.793
Si -48.935 2.663 6.825
Si -51.666 5.381 6.819
Si -48.944 8.099 6.862
Si -51.676 -5.494 6.839
Si -48.953 -2.763 6.847
Si -47.596 1.327 8.232
Si -44.843 4.039 8.27
Si -47.574 6.748 8.222
Si -44.86 9.486 8.252
Si -47.591 -4.101 8.235
Si -44.852 -1.393 8.259
Si -42.124 1.327 8.267
Si 42.207 4.026 8.144
Si -42.125 6.774 8.288
Si 42.193 9.483 8.154
Si -42.129 -4.119 8.264
Si 42.19 -1.392 8.131
Si 44.897 1.314 8.134
Si -50.294 4.033 8.18
Si 44.901 6.752 8.174
Si -50.301 -6.84 8.203
Si 44.886 -4.116 8.174
Si -50.313 -1.4 8.195
Si -48.96 -0.038 9.569
Si -46.228 2.68 9.599
Si -48.944 5.391 9.564
Si -46.223 8.118 9.591
Si -48.948 -5.476 9.573
Si -46.224 -2.749 9.601
Si -43.492 -0.031 9.618
Si 40.836 2.678 9.507
Si -43.492 5.409 9.629
Si 40.832 8.127 9.517
Si -43.498 -5.473 9.613
Si 40.832 -2.747 9.502
Si 43.544 -0.04 9.507
Si 46.253 2.671 9.519
Si 43.544 5.391 9.523
Si 46.255 8.117 9.546
Si 43.535 -5.476 9.533
Si 46.247 -2.761 9.546
Si -47.591 -1.379 10.938
Si -44.862 1.331 10.962
Si -47.589 4.047 10.945
Si -44.862 6.774 10.968
Si -47.582 9.491 10.937
Si -44.86 -4.108 10.96
Si -42.134 -1.389 10.981
Si 42.188 1.319 10.871
Si 39.478 4.036 10.883
Si 42.185 6.758 10.877
Si 39.467 -6.827 10.873
Si 42.179 -4.103 10.884
Si 44.89 -1.39 10.896
Si -50.32 1.33 10.915
Si 44.906 4.041 10.885
Si -50.301 6.766 10.91
Si 44.898 9.49 10.897
Si -50.311 -4.11 10.919
Si -46.23 -0.028 12.31
Si -43.51 2.696 12.328
Si -46.236 5.415 12.31
Si -43.497 8.135 12.328
Si -46.222 10.85 12.306
Si -43.501 -2.75 12.328
Si -40.776 -0.032 12.348
Si 43.544 2.679 12.233
Si 40.83 5.398 12.24
Si 43.538 8.121 12.241
Si 40.818 -5.464 12.239
Si 43.533 -2.746 12.261
Si -51.679 -0.029 12.271
Si -48.958 2.684 12.288
Si -51.663 5.403 12.257
Si -48.95 8.132 12.28
Si -51.672 -5.469 12.273
Si -48.954 -2.742 12.281
Si -47.592 1.339 13.659
Si -44.873 4.068 13.675
Si -47.603 6.78 13.657
Si -44.858 9.499 13.675
Si -47.584 -4.088 13.64
Si -44.871 -1.39 13.67
Si -42.152 1.334 13.685
Si 42.186 4.028 13.593
Si -42.13 6.788 13.695
Si 42.179 -6.833 13.591
Si -42.142 -4.099 13.702
Si -39.407 -1.382 13.716
Si -53.036 1.34 13.626
Si -50.319 4.052 13.637
Si -53.02 6.771 13.607
Si -50.306 9.499 13.635
Si -53.027 -4.101 13.63
Si -50.317 -1.381 13.636
Si -48.955 -0.029 15.004
Si -46.246 2.713 15.026
Si -48.975 5.42 15.006
Si -46.238 8.144 15.011
Si -48.959 -5.428 14.983
Si -46.228 -2.749 15.029
Si -43.518 -0.032 15.032
Si -40.786 2.689 15.042
Si -43.503 5.429 15.03
Si -40.786 8.15 15.08
Si -43.504 10.857 15.052
Si -40.761 -2.756 15.063
Si 43.523 -0.008 14.993
Si -51.68 2.697 14.996
Si 43.544 5.39 14.94
Si -51.666 8.13 14.982
Si 43.534 -5.485 14.965
Si -51.679 -2.727 15.003
Si -31.131 -1.763 0.266
Si -28.495 1.116 0.033
Si -31.386 4.461 0.129
Si -28.893 7.006 0.209
Si -31.05 -7.024 0.14
Si -28.89 -3.908 0.366
Si -26.291 -1.12 0.214
Si -23.557 1.477 -0.06
Si -25.748 3.799 -0.001
Si -23.485 7.12 -0.021
Si -25.609 9.398 0.273
Si -39.246 11.942 0.242
Si -36.461 -1.683 0.063
Si -34.133 1.611 -0.022
Si -36.534 3.673 0.091
Si -33.784 6.502 0.124
Si -37.022 9.737 0.025
Si -34.159 -3.883 0.158
Si -30.009 -0.043 1.41
Si -27.335 2.709 1.348
Si -29.979 5.526 1.635
Si -27.236 8.156 1.403
Si -30.014 -5.502 1.594
Si -27.3 -2.719 1.57
Si -24.601 -0.026 1.399
Si -38.013 2.651 1.586
Si -24.57 5.435 1.242
Si -38.046 8.19 1.485
Si -24.437 10.903 1.566
Si -38.066 -2.741 1.431
Si -35.303 -0.017 1.293
Si -32.562 2.75 1.309
Si -35.412 5.355 1.352
Si -32.677 8.144 1.408
Si -35.372 -5.503 1.347
Si -32.664 -2.833 1.607
Si -31.312 1.363 2.748
Si -28.596 4.062 2.801
Si -31.364 6.863 2.911
Si -28.556 9.49 2.843
Si -31.354 -4.183 2.964
Si -28.668 -1.351 2.876
Si -25.94 1.374 2.752
Si -23.14 4.059 2.572
Si -25.888 6.743 2.72
Si -23.085 9.481 2.82
Si -25.859 12.256 2.836
Si -39.388 -1.426 2.867
Si -36.636 1.246 2.818
Si -33.985 4.046 2.734
Si -36.697 6.754 2.759
Si -34.041 -6.833 2.76
Si -36.691 -4.118 2.781
Si -34.01 -1.339 2.795
Si -32.648 0.012 4.151
Si -29.953 2.697 4.142
Si -32.694 5.414 4.179
Si -29.932 8.169 4.222
Si -32.725 -5.53 4.239
Si -29.976 -2.753 4.228
Si -27.253 0.012 4.167
Si -24.505 2.743 4.028
Si -27.214 5.413 4.136
Si -24.512 8.109 4.095
Si -27.206 10.87 4.176
Si -24.491 -2.699 4.142
Si -38.025 -0.057 4.2
Si -35.306 2.673 4.143
Si -38.034 5.44 4.191
Si -35.354 8.112 4.143
Si -38.013 -5.445 4.229
Si -35.357 -2.733 4.153
Si -31.227 -1.369 16.429
Si -28.547 1.342 16.388
Si -31.259 4.073 16.388
Si -28.511 6.816 16.351
Si -31.264 -6.788 16.425
Si -28.533 -4.083 16.419
Si -25.816 -1.374 16.35
Si -39.441 1.342 16.429
Si -25.784 4.063 16.376
Si -39.416 6.802 16.447
Si -25.789 9.517 16.392
Si -39.418 -4.107 16.465
Si -36.691 -1.381 16.447
Si -33.981 1.35 16.398
Si -36.7 4.124 16.436
Si -33.993 6.8 16.456
Si -36.699 -6.812 16.454
Si -33.98 -4.087 16.459
Si -29.888 0.006 17.803
Si -27.152 2.687 17.708
Si -29.853 5.439 17.679
Si -27.171 8.168 17.735
Si -29.91 -5.425 17.793
Si -27.168 -2.698 17.746
Si -24.426 -0.049 17.695
Si -38.112 2.783 17.735
Si -24.442 5.449 17.734
Si -38.041 8.144 17.833
Si -24.395 10.844 17.757
Si -38.057 -2.732 17.821
Si -35.304 -0.021 17.778
Si -32.657 2.743 17.742
Si -35.354 5.465 17.861
Si -32.615 -8.153 17.787
Si -35.366 -5.434 17.823
Si -32.57 -2.739 17.793
Si -31.318 1.396 19.09
Si -28.493 4.09 19.029
Si -31.199 6.766 19.054
Si -28.542 -6.807 19.099
Si -31.224 -4.061 19.218
Si -28.496 -1.345 19.173
Si -25.782 1.301 19.026
Si -39.484 4.107 19.154
Si -25.837 6.785 19.086
Si -39.39 9.466 19.231
Si -25.765 -4.069 19.045
Si -23.092 -1.42 19.074
Si -36.703 1.427 18.998
Si -33.962 4.09 19.175
Si -36.709 6.829 19.266
Si -33.971 -6.772 19.158
Si -36.736 -4.091 19.224
Si -33.914 -1.392 19.149
Si -32.612 0.029 20.524
Si -29.918 2.793 20.335
Si -32.521 5.436 20.472
Si -29.86 8.106 20.444
Si -32.589 -5.439 20.554
Si -29.859 -2.696 20.596
Si -27.052 0.006 20.509
Si -24.431 2.694 20.289
Si -27.181 5.415 20.464
Si -24.445 8.09 20.448
Si -27.168 -5.4 20.358
Si -24.431 -2.756 20.498
Si -38.067 0.109 20.345
Si -35.399 2.735 20.453
Si -38.149 5.473 20.576
Si -35.313 8.225 20.589
Si -38.082 10.865 20.663
Si -35.268 -2.758 20.514
Si -30.906 -0.959 21.829
Si -28.67 1.306 21.576
Si -30.947 4.304 21.828
Si -28.747 6.553 21.819
Si -31.397 -7.069 21.772
Si -28.195 -3.859 21.799
Si -25.972 -1.627 21.87
Si -39.139 1.643 21.791
Si -25.587 4.178 21.659
Si -39.881 6.459 21.874
Si -25.674 -6.64 21.618
Si -23.421 -4.411 21.853
Si -36.52 -1.104 21.554
Si -34.332 1.096 21.732
Si -36.953 3.889 21.802
Si -33.612 7.07 21.724
Si -36.406 9.836 21.963
Si -34.122 -4.285 21.934
Si -34.342 -0.527 -6.942
Si -27.171 -5.216 -1.846
Si -25.729 6.603 -4.183
Si -41.013 -3.484 -6.397
Si -47.665 6.626 -6.911
Si -37.716 -6.875 -5.536
Si -29.499 5.234 -2.119
Si -27.896 -2.079 -4.733
Si -40.631 6.571 24.683
Si -34.485 1.953 -5.416
Si -37.756 -1.406 24.292
Si -34.286 7.037 -2.903
Si -36.012 -6.811 -2.895
Si -40.496 -0.207 23.983
Si -30.728 -0.205 24.645
Si -44.853 5.572 -7.04
Si -44.092 2.901 -7.015
Si -31.418 2.838 24.612
Si -41.719 1.265 -3.79
Si -25.45 1.482 25.916
Si -27.165 8.017 -6.393
Si -37.304 -1.462 -3.011
Si -32.551 -4.06 24.619
Si -36.823 -7.886 24.709
Si -35.437 5.787 23.867
Si -29.823 1.171 -2.761
Si -35.047 -2.465 -4.734
Si -29.904 -5.338 23.94
Si -31.382 -1.296 -2.657
Si -26.873 -7.156 -3.861
Si -37.108 6.77 -6.993
Si -27.267 2.862 23.924
Si -26.925 7.94 23.926
Si -39.593 -7.377 25.968
Si -40.285 -5.866 -5.048
Si -36.944 0.909 -6.744
Si -33.95 -4.608 -2.807
Si -25.81 -0.625 -6.065
Si -26 -2.449 -2.584
Si -30.282 -3.817 -4.215
Si -39.078 6.326 -2.755
Si -26.905 4.021 -2.951
Si -39.778 -4.614 24.999
Si -32.823 1.107 -2.924
Si -45.311 -1.017 -6.795
Si -39.438 -3.219 -4.083
Si -31.308 7.161 -3.914
Si -27.492 1.837 -4.763
Si -36.567 -4.291 -6.854
Si -31.412 -6.206 -2.874
Si -38.069 3.719 -2.688
Si -34.223 1.958 24.693
Si -39.165 0.818 -2.405
Si -36.606 5.596 -4.239
Si -31.316 -1.359 5.544
Si -28.595 1.363 5.528
Si -31.298 4.063 5.513
Si -28.569 6.768 5.518
Si -31.3 9.497 5.583
Si -28.568 12.224 5.542
Si -25.859 -1.347 5.496
Si -23.146 1.368 5.396
Si -25.834 4.066 5.467
Si -39.397 6.76 5.579
Si -25.841 9.484 5.489
Si -39.396 -4.117 5.585
Si -36.695 -1.409 5.565
Si -33.978 1.347 5.547
Si -36.677 4.04 5.511
Si -34.02 6.773 5.547
Si -36.675 -6.838 5.55
Si -34.027 -4.093 5.551
Si -29.935 -0.008 6.893
Si -27.202 2.721 6.85
Si -29.927 5.413 6.879
Si -27.205 8.14 6.862
Si -29.932 10.875 6.909
Si -27.198 -2.723 6.87
Si -24.482 0.021 6.817
Si -38.033 2.696 6.902
Si -40.753 5.413 6.949
Si -38.046 8.14 6.918
Si -40.756 -5.488 6.924
Si -38.052 -2.747 6.938
Si -35.337 -0.024 6.903
Si -32.628 2.707 6.905
Si -35.359 5.408 6.908
Si -32.645 8.117 6.918
Si -35.349 -5.465 6.926
Si -32.656 -2.733 6.904
Si -31.276 1.349 8.267
Si -28.553 4.068 8.234
Si -31.272 6.768 8.262
Si -28.559 9.499 8.236
Si -31.283 -4.083 8.262
Si -28.559 -1.369 8.234
Si -25.84 1.358 8.202
Si -39.394 4.043 8.282
Si -25.837 6.781 8.207
Si -39.4 9.49 8.289
Si -25.836 -4.096 8.209
Si -39.414 -1.379 8.278
Si -36.69 1.335 8.27
Si -33.986 4.063 8.267
Si -36.702 6.772 8.277
Si -33.982 -6.821 8.277
Si -36.702 -4.109 8.293
Si -33.993 -1.376 8.278
Si -32.631 -0.012 9.629
Si -29.906 2.712 9.609
Si -32.628 5.419 9.63
Si -29.911 8.144 9.608
Si -32.626 -5.453 9.629
Si -29.913 -2.724 9.605
Si -27.189 -0.005 9.577
Si -40.769 2.689 9.631
Si -27.194 5.434 9.586
Si -40.768 8.135 9.641
Si -27.195 -5.451 9.58
Si -40.775 -2.749 9.625
Si -38.053 -0.019 9.636
Si -35.338 2.7 9.631
Si -38.053 5.416 9.642
Si -35.344 8.14 9.633
Si -38.058 -5.462 9.651
Si -35.342 -2.738 9.642
Si -31.267 -1.373 10.976
Si -28.541 1.348 10.953
Si -31.262 4.066 10.984
Si -28.546 6.789 10.964
Si -31.26 9.508 10.978
Si -28.55 -4.092 10.95
Si -25.828 -1.37 10.931
Si -39.414 1.335 10.997
Si -42.131 4.054 10.987
Si -39.412 6.777 11
Si -42.135 -6.82 10.982
Si -39.417 -4.097 11
Si -36.695 -1.376 11.002
Si -33.985 1.345 10.996
Si -36.693 4.06 10.997
Si -33.981 6.786 10.99
Si -36.697 9.5 11
Si -33.982 -4.097 10.997
Si -29.898 -0.012 12.318
Si -27.181 2.716 12.302
Si -29.904 5.436 12.338
Si -27.181 8.155 12.312
Si -29.901 10.878 12.329
Si -27.184 -2.73 12.298
Si -24.465 -0.011 12.289
Si -38.057 2.702 12.353
Si -40.772 5.415 12.351
Si -38.062 8.151 12.357
Si -40.782 -5.46 12.35
Si -38.051 -2.74 12.359
Si -35.339 -0.011 12.366
Si -32.625 2.711 12.347
Si -35.34 5.43 12.353
Si -32.623 8.155 12.342
Si -35.341 -5.456 12.36
Si -32.62 -2.731 12.346
Si -31.257 1.341 13.683
Si -28.533 4.07 13.679
Si -31.266 6.801 13.702
Si -28.531 9.524 13.68
Si -31.262 -4.088 13.704
Si -28.537 -1.375 13.668
Si -25.82 1.353 13.652
Si -39.41 4.064 13.715
Si -25.806 6.793 13.655
Si -39.423 -6.811 13.72
Si -25.827 -4.095 13.653
Si -23.101 -1.371 13.65
Si -36.705 1.35 13.723
Si -33.983 4.073 13.712
Si -36.697 6.801 13.709
Si -33.98 9.508 13.716
Si -36.696 -4.099 13.727
Si -33.973 -1.374 13.718
Si -32.599 -0.013 15.064
Si -29.902 2.706 15.032
Si -32.634 5.447 15.068
Si -29.902 8.18 15.041
Si -32.631 -5.44 15.071
Si -29.886 -2.728 15.049
Si -27.181 -0.005 15.014
Si -24.445 2.705 15.001
Si -27.152 5.43 15.02
Si -24.447 8.161 15.012
Si -27.17 10.88 15.048
Si -24.458 -2.746 15.004
Si -38.057 -0.016 15.088
Si -35.356 2.727 15.076
Si -38.06 5.456 15.066
Si -35.342 8.154 15.083
Si -38.062 -5.457 15.09
Si -35.332 -2.735 15.082
Si -14.833 -1.747 0.187
Si -12.174 1.144 -0.03
Si -15.096 4.497 0.035
Si -12.599 7.036 0.117
Si -14.745 9.338 0.098
Si -12.582 -3.882 0.305
Si -9.978 -1.097 0.156
Si -7.239 1.517 -0.15
Si -9.442 3.822 -0.067
Si -7.157 7.147 -0.077
Si -9.294 -6.903 0.204
Si -22.958 11.986 0.099
Si -20.141 -1.624 0.092
Si -17.816 1.638 -0.097
Si -20.155 3.778 -0.042
Si -17.473 6.562 0.001
Si -20.748 9.727 -0.061
Si -17.914 -3.868 0.042
Si -13.707 -0.02 1.326
Si -11.02 2.731 1.29
Si -13.682 5.552 1.542
Si -10.935 8.178 1.317
Si -13.707 10.853 1.542
Si -10.994 -2.691 1.508
Si -8.276 0.004 1.314
Si -21.817 2.613 1.174
Si -8.261 5.463 1.174
Si -21.828 8.146 1.305
Si -8.13 -5.401 1.503
Si -21.798 -2.718 1.355
Si -18.973 0.029 1.26
Si -16.258 2.786 1.231
Si -19.078 5.41 1.278
Si -16.38 8.174 1.333
Si -19.106 -5.491 1.257
Si -16.396 -2.82 1.495
Si -15.008 1.39 2.662
Si -12.297 4.092 2.718
Si -15.066 6.886 2.826
Si -12.248 9.512 2.767
Si -15.082 -4.152 2.875
Si -12.371 -1.324 2.802
Si -9.62 1.395 2.681
Si -6.844 4.097 2.524
Si -9.583 6.773 2.642
Si -6.77 -6.811 2.758
Si -9.552 -4.041 2.766
Si -23.175 -1.37 2.707
Si -20.441 1.32 2.614
Si -17.681 4.083 2.65
Si -20.448 6.772 2.631
Si -17.766 -6.811 2.67
Si -20.426 -4.108 2.695
Si -17.702 -1.321 2.728
Si -16.347 0.038 4.067
Si -13.652 2.723 4.056
Si -16.396 5.441 4.096
Si -13.635 8.193 4.136
Si -16.45 -5.506 4.148
Si -13.694 -2.725 4.141
Si -10.945 0.035 4.087
Si -8.2 2.768 3.969
Si -10.913 5.442 4.054
Si -8.203 8.134 4.021
Si -10.9 10.891 4.101
Si -8.18 -2.676 4.065
Si -21.788 -0.006 4.036
Si -19.079 2.709 3.988
Si -21.804 5.405 3.998
Si -19.103 8.131 4.03
Si -21.74 -5.447 4.13
Si -19.085 -2.711 4.055
Si -14.903 -1.347 16.29
Si -12.243 1.363 16.276
Si -14.964 4.083 16.314
Si -12.222 6.827 16.27
Si -14.947 9.548 16.307
Si -12.215 12.27 16.308
Si -9.533 -1.355 16.274
Si -23.078 1.357 16.367
Si -9.495 4.078 16.288
Si -23.087 6.811 16.38
Si -9.499 9.544 16.301
Si -23.085 -4.116 16.349
Si -20.366 -1.364 16.365
Si -17.66 1.369 16.294
Si -20.36 4.105 16.349
Si -17.676 6.781 16.339
Si -20.38 -6.831 16.352
Si -17.665 -4.088 16.323
Si -13.577 0.027 17.68
Si -10.859 2.693 17.62
Si -13.56 5.451 17.612
Si -10.881 8.197 17.639
Si -13.58 10.917 17.663
Si -10.88 -2.673 17.684
Si -8.176 -0.023 17.646
Si -21.717 2.756 17.697
Si -8.152 5.469 17.639
Si -21.702 8.129 17.767
Si -8.14 -5.448 17.703
Si -21.737 -2.752 17.7
Si -18.967 0.007 17.685
Si -16.353 2.737 17.678
Si -19.022 5.447 17.765
Si -16.292 8.153 17.642
Si -19.041 -5.444 17.687
Si -16.24 -2.735 17.62
Si -14.992 1.376 19
Si -12.199 4.077 18.944
Si -14.897 6.808 18.976
Si -12.233 9.555 19.009
Si -14.891 12.298 19.05
Si -12.211 -1.291 19.092
Si -9.541 1.317 19.002
Si -23.032 4.141 19.092
Si -9.545 6.812 18.977
Si -23.031 9.477 19.154
Si -9.516 -4.053 19.022
Si -6.833 -1.404 19.004
Si -20.335 1.394 19.013
Si -17.668 4.077 19.117
Si -20.363 6.786 19.19
Si -17.655 9.509 18.988
Si -20.407 -4.102 19.08
Si -17.555 -1.388 18.975
Si -16.255 -0.042 20.402
Si -13.604 2.764 20.266
Si -16.225 5.451 20.362
Si -13.548 8.171 20.36
Si -16.245 10.859 20.288
Si -13.585 -2.638 20.473
Si -10.832 0.043 20.521
Si -8.167 2.719 20.233
Si -10.88 5.433 20.335
Si -8.193 8.118 20.376
Si -10.935 -5.37 20.366
Si -8.167 -2.729 20.451
Si -21.674 -0.039 20.299
Si -19.043 2.728 20.498
Si -21.7 5.444 20.627
Si -18.983 8.208 20.458
Si -21.714 10.878 20.563
Si -18.911 -2.755 20.288
Si -14.646 -1.022 21.855
Si -12.48 1.298 21.662
Si -14.619 4.337 21.672
Si -12.423 6.593 21.674
Si -15.096 9.349 21.654
Si -12.016 -3.789 21.763
Si -9.724 -1.62 21.828
Si -22.902 1.491 21.54
Si -9.332 4.21 21.588
Si -23.419 6.505 21.875
Si -9.406 9.706 21.582
Si -7.142 -4.387 21.793
Si -20.066 -1.2 21.535
Si -17.892 1.046 21.632
Si -20.688 3.717 21.919
Si -17.304 7.084 21.619
Si -20.032 9.826 21.828
Si -17.764 12.007 21.601
Si -17.958 -0.469 -6.961
Si -10.859 -5.199 -1.904
Si -9.365 6.637 -4.233
Si -17.417 -7.074 25.602
Si -31.62 6.61 -6.987
Si -21.664 -6.652 -5.584
Si -13.218 5.258 -2.216
Si -11.581 -2.064 -4.791
Si -24.254 6.701 24.695
Si -18.075 2.018 -5.491
Si -21.181 -1.445 24.268
Si -18.02 7.154 -3.021
Si -19.837 -6.75 -3.027
Si -24.036 -0.286 23.889
Si -14.766 -0.692 24.814
Si -20.759 3.55 24.977
Si -19.481 0.74 25.634
Si -15.469 4.016 24.601
Si -23.247 0.57 -5.662
Si -9.171 1.605 25.853
Si -10.843 8.028 -6.431
Si -21.013 -1.542 -2.857
Si -16.621 -4.204 24.446
Si -20.432 -6.67 24.919
Si -17.191 6.53 24.49
Si -13.489 1.208 -2.815
Si -18.728 -2.5 -4.771
Si -13.836 -5.163 23.97
Si -15.053 -1.256 -2.729
Si -10.566 -7.145 -3.906
Si -20.868 6.999 -7.067
Si -11.08 2.994 23.909
Si -10.665 7.959 23.866
Si -31.24 -4.497 -7.091
Si -24.305 -5.598 -4.875
Si -20.538 0.883 -6.761
Si -17.662 -4.657 -2.929
Si -9.502 -0.607 -6.12
Si -9.699 -2.431 -2.64
Si -13.972 -3.789 -4.282
Si -22.916 6.125 -2.987
Si -10.595 4.064 -3.018
Si -23.865 -4.429 24.82
Si -16.48 1.149 -2.98
Si -29.43 -1.154 -6.985
Si -23.381 -3.472 -2.833
Si -15.006 7.224 -3.998
Si -11.175 1.868 -4.828
Si -20.346 -4.196 -6.947
Si -15.094 -6.195 -2.907
Si -21.442 3.768 -2.76
Si -16.779 1.496 24.532
Si -22.585 1.038 -2.941
Si -20.303 5.709 -4.363
Si -15.023 -1.33 5.463
Si -12.291 1.39 5.441
Si -15.006 4.083 5.423
Si -12.272 6.793 5.433
Si -15.015 9.521 5.485
Si -12.279 -4.073 5.45
Si -9.554 -1.327 5.416
Si -6.852 1.392 5.346
Si -9.534 4.096 5.391
Si -23.137 6.751 5.427
Si -9.532 9.509 5.411
Si -23.128 -4.087 5.47
Si -20.448 -1.365 5.422
Si -17.736 1.375 5.406
Si -20.431 4.066 5.377
Si -17.753 6.797 5.435
Si -20.403 -6.826 5.459
Si -17.755 -4.071 5.458
Si -13.636 0.018 6.802
Si -10.901 2.747 6.767
Si -13.633 5.433 6.787
Si -10.904 8.162 6.775
Si -13.643 10.896 6.812
Si -10.902 -2.704 6.778
Si -8.185 0.039 6.75
Si -21.78 2.715 6.769
Si -24.483 5.422 6.831
Si -21.785 8.132 6.794
Si -24.483 -5.456 6.832
Si -21.78 -2.716 6.822
Si -19.077 0 6.777
Si -16.367 2.723 6.779
Si -19.099 5.426 6.783
Si -16.369 8.138 6.81
Si -19.074 -5.448 6.83
Si -16.375 -2.711 6.806
Si -15 1.375 8.151
Si -12.257 4.092 8.142
Si -14.989 6.79 8.155
Si -12.265 9.522 8.139
Si -14.996 -4.06 8.162
Si -12.261 -1.346 8.142
Si -9.543 1.383 8.122
Si -23.12 4.06 8.174
Si -9.533 6.806 8.12
Si -23.124 9.5 8.18
Si -9.531 -4.074 8.115
Si -23.132 -1.352 8.182
Si -20.427 1.359 8.147
Si -17.716 4.083 8.145
Si -20.429 6.786 8.167
Si -17.699 -6.801 8.175
Si -20.428 -4.083 8.185
Si -17.725 -1.35 8.161
Si -16.348 0.005 9.51
Si -13.621 2.731 9.498
Si -16.347 5.434 9.512
Si -13.62 8.161 9.503
Si -16.336 -5.436 9.525
Si -13.619 -2.705 9.503
Si -10.892 0.017 9.487
Si -24.476 2.714 9.557
Si -10.893 5.456 9.493
Si -24.479 8.148 9.556
Si -10.894 -5.432 9.48
Si -24.477 -2.722 9.554
Si -21.766 0.002 9.539
Si -19.062 2.716 9.511
Si -21.771 5.426 9.537
Si -19.062 8.153 9.523
Si -21.775 -5.45 9.545
Si -19.061 -2.719 9.535
Si -14.977 -1.349 10.864
Si -12.251 1.374 10.849
Si -14.971 4.088 10.869
Si -12.25 6.812 10.862
Si -14.967 9.523 10.873
Si -12.25 -4.073 10.845
Si -9.521 -1.348 10.828
Si -23.119 1.353 10.915
Si -25.826 4.072 10.932
Si -23.116 6.787 10.908
Si -25.831 -6.814 10.93
Si -23.12 -4.085 10.915
Si -20.408 -1.359 10.904
Si -17.698 1.363 10.875
Si -20.405 4.072 10.891
Si -17.694 6.798 10.877
Si -20.405 9.515 10.895
Si -17.691 -4.078 10.888
Si -13.604 0.01 12.209
Si -10.891 2.735 12.207
Si -13.608 5.452 12.228
Si -10.879 8.175 12.212
Si -13.598 10.89 12.22
Si -10.878 -2.711 12.188
Si -8.167 0.009 12.195
Si -21.754 2.717 12.266
Si -24.46 5.432 12.286
Si -21.755 8.152 12.259
Si -24.473 -5.448 12.281
Si -21.754 -2.727 12.273
Si -19.039 0.004 12.254
Si -16.327 2.723 12.223
Si -19.044 5.438 12.244
Si -16.327 8.159 12.23
Si -19.041 -5.444 12.252
Si -16.323 -2.713 12.235
Si -14.957 1.368 13.572
Si -12.242 4.093 13.582
Si -14.965 6.811 13.596
Si -12.228 9.542 13.58
Si -14.956 -4.073 13.586
Si -12.232 -1.354 13.549
Si -9.526 1.37 13.555
Si -23.094 4.077 13.644
Si -9.514 6.814 13.567
Si -23.105 -6.809 13.628
Si -9.522 12.251 13.551
Si -6.813 -1.351 13.565
Si -20.392 1.36 13.623
Si -17.676 4.081 13.591
Si -20.394 6.796 13.615
Si -17.679 9.51 13.603
Si -20.386 -4.088 13.627
Si -17.67 -1.355 13.608
Si -16.291 0.008 14.948
Si -13.61 2.729 14.937
Si -16.323 5.438 14.955
Si -13.595 8.187 14.933
Si -16.318 -5.438 14.944
Si -13.571 -2.712 14.923
Si -10.883 0.007 14.913
Si -8.159 2.724 14.911
Si -10.862 5.448 14.932
Si -8.156 8.185 14.923
Si -10.862 10.905 14.942
Si -8.171 -2.723 14.924
Si -21.729 -0.005 15.001
Si -19.03 2.735 14.964
Si -21.739 5.452 15
Si -19.027 8.145 14.975
Si -21.734 -5.467 14.985
Si -19.023 -2.716 14.977
O 2.674 0.139 22.071
O -4.396 -1.079 -1.385
O 1.323 -6.223 -1.457
O -2.637 -5.344 22.059
O -2.72 -2.719 -0.385
O 1.039 -1.449 23.247
O -0.762 -3.772 22.883
O 3.429 1.654 -1.215
O 6.311 -7.261 22.998
O 4.434 8.124 -3.086
O -0.412 8.059 24.706
O 8.027 -5.499 22.121
O -5.526 -5.409 -0.443
O 14.221 0.346 25.202
O -6.539 4.534 -2.962
O -7.992 -0.627 -5.532
O 0.048 -8.085 22.001
O 2.713 5.49 22.073
O -1.573 6.437 22.98
O 8.191 2.724 -0.234
O -7.355 0.74 22.655
O -2.88 -5.286 -3.019
O 1.188 3.64 23.034
O 6.244 -6.429 -1.356
O -2.748 -0.058 22.015
O 8.126 -8.108 -0.521
O -8.194 5.281 22.031
O -9.201 -6.358 -4.227
O -2.737 2.767 -0.398
O 5.639 1.97 24.968
O -4.013 -7.165 -1.576
O -0.956 1.634 22.903
O 10.171 1.406 -1.306
O -3.374 -1.719 -3.789
O 1.559 6.766 -5.6
O -4.384 -5.123 25.257
O -1.708 7.184 -1.468
O -6.545 -1.212 24.249
O -5.021 -5.171 -6.205
O -4.235 4.207 -4.143
O -3.908 6.141 -5.98
O 2.75 0.027 -3.198
O 3.172 -5.898 25.141
O -4.526 -1.909 22.735
O 5.372 -2.692 22.215
O 4.35 7.296 22.986
O -8.196 0.587 25.09
O -7.39 1.406 -7.074
O 2.847 -2.704 -0.52
O -5.562 2.568 22.065
O -9.013 -3.828 24.915
O 2.774 8.176 -0.44
O -3.223 -3.343 -5.914
O 6.323 3.546 22.946
O -8.63 -4.527 -6.026
O 3.545 -4.353 23.081
O 0.847 -4.064 -5.627
O -7.734 5.27 25.204
O -3.586 2.272 25.318
O -0.707 -5.703 24.792
O -2.486 6.018 -3.739
O -10.14 7.725 -3.298
O 0.97 0.8 24.541
O -7.35 -3.812 -1.331
O 1.079 -1.002 -1.437
O 6.73 4.444 -1.406
O -3.636 1.958 -5.967
O 0.928 4.713 -3.986
O -4.037 4.064 23.401
O 4.476 -5.675 -3.263
O -5.313 -7.554 25.484
O 1.754 -6.274 22.941
O -5.547 -0.292 -3.475
O 2.409 6.57 -3.102
O -10.337 0.631 -5.475
O -6.989 7.064 23.351
O -6.613 -3.837 25.959
O 4.776 5.629 -3.886
O 14.629 -5.267 25.331
O -4.462 -2.508 25.298
O -1.196 -3.208 25.344
O 4.096 2.171 22.931
O -4.759 -7.755 -6.592
O -7.701 7.804 25.807
O 9.649 -0.971 24.304
O 4.966 -4.136 -1.273
O 9.943 6.451 -1.294
O -0.975 -4.279 -1.482
O -0.033 5.492 -0.437
O 1.15 -1.956 -3.93
O -2.719 -7.178 25.475
O 6.863 -4.638 -3.161
O 2.196 -6.846 -3.871
O 9.548 -3.864 23.399
O -2.377 -7.755 -3.568
O -1.392 0.858 -1.449
O -5.15 2.228 -2.689
O 5.455 0.073 -0.489
O 2.026 3.796 25.591
O -1.609 0.609 25.221
O 0.345 5.547 24.597
O 0.131 0.349 -3.489
O 1.939 -4.325 -3.265
O 2.452 2.618 -3.482
O -1.634 3.687 -5.783
O -8.233 -2.383 -3.327
O -5.132 6.617 -3.71
O -2.037 1.828 -3.877
O -4.395 4.439 -1.485
O 6.634 6.655 24.072
O -5.589 -2.854 -3.008
O -0.382 5.733 -6.93
O 1.289 -4.145 24.468
O 1.867 4.142 -1.471
O -1.554 -1.386 -5.646
O 7.181 0.435 -3.697
O 4.996 -2.817 25.63
O -6.992 -6.662 -5.557
O 5.066 -7.779 25.197
O -1.168 1.144 -6.259
O 15.117 2.347 -4.753
O -1.4 -3.399 -3.97
O 16.558 -1.908 25.206
O 18.964 0.036 22.036
O 11.978 -0.255 -0.413
O 14.748 7.579 -1.243
O 13.677 -5.352 22.303
O 13.445 -2.585 -0.213
O 17.336 -1.799 22.799
O 15.447 -3.505 23.135
O 20.601 1.184 -1.658
O 22.467 -7.163 23.005
O 21.804 5.62 -3.685
O 24.299 -5.519 21.985
O 10.785 -5.239 -0.503
O 19.901 -1.491 -5.549
O 9.19 4.193 -2.427
O 16.424 -8.057 22.093
O 18.967 5.417 22.148
O 15.048 6.472 23.27
O 24.33 2.765 -0.267
O 8.707 0.886 22.646
O -28.174 7.211 23.199
O 13.438 -5.222 -3.113
O 16.996 3.841 23.03
O 22.941 -6.312 -1.298
O 13.665 0.067 21.995
O 24.545 8.176 -0.44
O 8.082 5.214 21.993
O 10.825 -5.69 -6.443
O 13.542 2.749 -0.378
O 22.984 1.837 24.05
O 12.324 -7.006 -1.498
O 15.724 1.622 22.541
O 26.205 1.583 -1.464
O 17.97 -5.06 -3.647
O 17.683 7.026 -5.512
O 12 -7.197 23.229
O -40.771 0.761 -2.588
O 12.986 3.903 -4.293
O 15.949 7.034 -3.549
O 25.445 -3.834 -1.408
O 19.115 -6.123 25.084
O 11.876 -1.409 23.076
O 21.777 -2.74 22.218
O 15.855 0.159 -6.12
O 20.731 7.166 22.947
O -36.087 1.669 -5.574
O 7.867 0.655 25.115
O 7.378 5.636 -3.642
O 18.95 -2.625 -0.385
O 10.492 2.686 21.828
O 21.243 3.503 25.02
O -9.031 -1.14 23.235
O 19.016 -8.123 -0.265
O 14.291 -2.005 -6.27
O 22.168 3.832 22.621
O 7.075 -4.114 -5.716
O 20.068 -4.489 23.142
O 17.2 -3.859 -5.885
O -0.116 7.141 -3.588
O 20.143 6.091 -1.235
O 12.598 2.494 25.636
O -10.302 2.61 -3.672
O 13.665 5.968 -2.959
O 40.296 -1.78 -1.267
O 31.448 -0.437 -2.951
O 28.963 2.419 25.518
O 9.062 -3.509 -1.506
O 17.044 -0.985 -1.267
O 22.612 4.395 -1.448
O 25.924 -4.023 23.172
O 45.983 -7.319 25.343
O 18.212 4.183 -1.206
O 28.55 4.127 23.506
O 36.894 -6.67 -3.14
O 21.671 -5.611 -3.389
O 11.732 -5.371 25.075
O 18.153 -6.208 22.733
O 34.895 3.06 -0.329
O 26.694 5.841 -4.081
O 24.165 -6.454 -3.689
O 29.48 5.373 -3.074
O 9.207 7.018 23.341
O 1.994 -1.074 -7.005
O 15.596 1.233 -1.085
O 30.078 2.856 -6.778
O 5.975 1.712 -5.657
O 35.424 -7.809 -5.048
O -47.815 3.078 25.048
O 20.539 1.823 23.069
O 15.045 2.835 24.718
O 28.079 3.115 -2.509
O 21.841 -6.62 -6.205
O 26.181 -1.347 24.2
O 20.714 -4.253 -1.359
O 25.885 6.207 -1.52
O 16.287 5.635 -0.347
O -30.517 4.305 -1.252
O 35.522 -6.068 25.207
O 22.643 -3.201 -2.84
O 12.19 3.59 23.338
O -17.126 1.17 -1.493
O -27.837 -2.949 25.789
O 13.67 -7.834 -3.525
O -20.331 4.052 23.483
O 11.937 0.011 -2.892
O 23.642 -1.833 -0.853
O 11.283 4.711 -6.827
O 17.412 1.735 24.508
O 23.737 -3.883 24.689
O 15.802 -6.257 -2.937
O -21.523 6.573 -3.699
O 40.449 -2.977 -3.563
O 42.598 -1.809 -2.716
O 20.305 -3.443 -3.888
O -21.724 0.096 -5.985
O 29.653 -2.8 -6.729
O -40.77 1.137 -5.085
O 11.121 5.592 -3.494
O 47.305 6.243 22.999
O 42.591 2.583 24.613
O 11.572 4.358 -1.225
O 23.008 6.885 24.204
O 21.093 -7.862 25.179
O 16.182 5.384 -6.866
O 43.608 6.885 -6.112
O -48.971 -5.828 -3.425
O -7.037 0.865 -1.645
O 21.869 -0.102 0.009
O 34.023 -4.119 24.245
O 36.645 3.95 -5.609
O 27.949 -6.842 -3.965
O 30.708 5.31 25.083
O -17.542 1.823 -3.981
O 43.678 2.825 -2.52
O -46.12 -0.295 -2.431
O -36.974 -1.368 -1.442
O 14.032 0.08 -4.367
O -19.034 -7.161 25.548
O 35.366 0.056 22.18
O 27.387 -2.856 -2.868
O 33.698 -6.411 -1.285
O 30.03 -5.348 22.142
O 30.103 -2.763 -0.436
O 33.668 -1.751 23.121
O 31.77 -3.568 22.966
O -28.565 6.148 -1.141
O 39.386 -7.51 23.124
O 38.947 -5.069 -3.243
O 28.479 5.164 -0.712
O 40.917 -5.559 22.21
O 27.151 -5.415 -0.303
O 36.777 -1.078 -5.628
O 10.129 3.22 25.012
O -20.721 4.395 -1.444
O 32.619 8.166 22.02
O 36.841 2.172 23.001
O 30.687 6.562 22.776
O 40.821 2.735 -0.36
O 25.397 0.805 22.926
O 36.913 6.212 -1.269
O 27.81 -0.547 -3.995
O 34.105 3.586 23.055
O 38.742 -6.63 -1.21
O 29.967 -0.021 22.043
O 40.756 8.112 -0.468
O 24.286 5.246 21.975
O 39.313 4.552 -1.418
O 30.032 2.886 -0.336
O 38.067 2.564 25.252
O -47.478 1.948 -2.211
O 31.64 1.934 22.73
O -35.417 -0.055 22.157
O 16.677 5.727 25.286
O 32.569 4.867 -3.45
O 28.5 -7.037 23.317
O 30.671 6.647 -1.086
O 22.574 3.059 -3.706
O 28.159 -7.338 -6.622
O 28.355 4.019 -4.952
O 28.281 6.466 -6.022
O 33.725 0.736 -3.12
O -46.593 4.395 -1.286
O 28.372 -1.913 22.93
O 37.962 -2.875 22.069
O 31.227 -1.145 -5.562
O 35.523 5.462 22.032
O 35.769 0.036 25.201
O 36.317 1.213 -1.425
O 32.155 -6.168 -3.391
O 25.374 2.3 -6.589
O 35.383 -2.712 -0.467
O 27.07 2.602 22.116
O 36.766 4.525 24.478
O 27.278 -7.309 25.617
O 35.415 8.162 -0.381
O 37.598 -7.717 24.996
O 38.878 3.818 23.036
O 29.844 -6.919 25.684
O 36.292 -4.686 23.048
O -39.353 -1.244 24.478
O 24.631 5.168 25.284
O 44.789 -3.706 24.791
O -15.205 -6.297 -1.296
O 47.757 5.146 -3.226
O 32.594 2.522 -4.803
O -31.308 -1.117 23.41
O -43.605 -3.63 25.191
O 35.849 6.961 -7.073
O 33.514 1.008 24.311
O -46.807 -7.435 -3.542
O 33.432 -1.016 -1.235
O -7.002 1.493 -4.41
O -29.251 -0.743 25.11
O 28.371 -4.96 24.983
O 32.701 7.565 -3.457
O 26.562 3.445 25.168
O 35.254 -2.2 -3.75
O -48.561 -0.058 -3.436
O -32.557 -0.435 -3.372
O 34.294 -6.407 22.97
O -12.399 -3.455 -4.594
O 3.053 -1.013 24.901
O 23.335 1.173 -5.476
O 25.774 -0.061 -5.684
O 25.572 6.868 23.362
O 26.09 -3.998 25.778
O 37.49 1.937 -4.237
O -48.697 -3.363 24.989
O -46.916 5.607 24.902
O -31.331 1.804 -2.924
O 29.062 -6.533 -1.529
O 26.467 1.752 -4.027
O 38.395 0.507 -6.939
O 24.98 7.721 25.716
O -14.717 -2.619 -3.47
O 39.736 -1.58 23.256
O 37.036 -4.62 -1.414
O 41.497 4.848 -2.917
O 31.916 -4.48 -1.346
O 32.788 5.129 -0.305
O 47.802 -4.753 -1.364
O 44.243 -7.161 22.949
O 40.782 1.679 -6.473
O -38.373 0.342 -6.18
O 34.056 -4.431 -2.976
O 43.021 -3.975 22.823
O 28.291 7.448 -2.09
O 42.333 -7.182 -5.766
O -21.501 2.182 -2.598
O 42.282 0.937 -1.545
O -41.857 7.185 -5.541
O 32.306 3.229 24.888
O -39.688 7.013 23.413
O -6.019 3.32 25.118
O 32.898 5.684 23.82
O -15.089 -1.437 23.387
O 30.98 0.875 25.028
O 37.207 -0.642 -3.035
O 34.053 6.273 -5.226
O -39.787 -2.75 -5.602
O -12.765 1.72 -1.446
O -22.937 6.698 -1.485
O -25.479 -6.406 -4.144
O 36.796 6.387 -3.982
O 42.498 -2.475 24.802
O 39.437 6.712 24.849
O 41.787 0.743 22.948
O -45.312 1.745 -3.785
O 34.303 -3.708 -5.585
O -11.525 2.914 -6.01
O -43.939 8.118 25.351
O 38.055 -0.559 -0.522
O -41.624 -0.933 23.089
O -14.067 6.157 -3.241
O 39.265 -3.797 24.843
O 38.207 8.144 -4.923
O -25.281 -1.124 23.267
O 37.511 6.989 22.962
O -47.608 -5.523 25.978
O 28.42 0.04 24.666
O 24.457 0.185 25.312
O -47.449 -6.391 23.343
O -46.262 -0.054 22.22
O 44.634 -1.089 -1.225
O -47.569 -6.278 -1.268
O 46.121 -5.425 22.182
O 46.335 -2.839 -0.369
O 38.739 3.166 -7.047
O 47.761 -3.501 22.938
O -45.082 1.778 -1.143
O -42.694 -7.441 23.109
O -42.223 5.34 -3.68
O 28.222 1.088 -5.908
O -40.971 -5.563 22.255
O 43.56 -5.565 -0.528
O -44.134 -2.078 -7.024
O -33.455 1.157 -1.43
O -13.103 -5.847 25.223
O -48.949 8.102 22.236
O -46.305 5.39 22.082
O 21.387 2.948 -6.03
O -40.648 2.581 -0.216
O -47.629 -4.151 -5.592
O 7.168 -1.096 23.228
O 46.359 -6.067 -3.258
O -48.352 3.801 22.662
O -42.394 -6.297 -1.062
O 46.208 0.085 22.329
O -40.783 8.166 -0.253
O 40.73 5.479 22.199
O 16.426 0.394 -3.439
O 46.414 2.611 -0.304
O -43.117 2.258 25.264
O 45.068 -7.481 -1.55
O 9.591 -7.845 -5.419
O 46.571 7.596 -3.479
O -40.319 7.111 -3.389
O -47.37 7.106 -5.403
O -31.147 -3.995 -5.565
O 47.394 6.932 -1.222
O -39.981 -6.211 24.92
O -38.371 -0.28 -3.27
O 45.837 3.503 -3.672
O -20.491 -6.94 23.321
O 25.56 3.911 -2.757
O 8.776 -5.805 25.019
O 44.425 -1.725 23.115
O -43.466 -2.633 22.223
O 21.02 1.057 -4.253
O -44.517 6.976 23.097
O 19.027 -1.674 25.753
O -4.156 -0.069 24.551
O 38.821 1.305 -2.1
O 39.321 6 -3.6
O -46.126 -2.88 -0.261
O 43.455 2.521 21.937
O -42.941 3.719 23.083
O 32.218 -3.14 -7.047
O -46.128 8.134 -0.259
O -42.573 -5.991 25.72
O -16.654 3.018 25.062
O -46.142 -3.432 25.594
O -45.069 -5.826 25.072
O -37.018 -6.956 23.399
O 33.546 -8.129 -7.025
O -44.629 6.194 -1.098
O 7.601 -3.44 25.123
O -14.989 -4.148 24.517
O 25.578 -4.249 -4.01
O -32.801 6.79 -3.443
O -42.362 4.212 -1.3
O -36.242 4.642 23.064
O -32.904 2.704 25.253
O 41.764 -3.922 -1.42
O -48.062 -1.601 -1.379
O 40.259 -1.554 25.741
O -24.143 6.657 -3.88
O -20.714 -5.114 25.309
O -46.279 6.251 -3.174
O -20.402 -0.084 24.601
O -46.569 -4.824 -3.281
O -43.877 -5.924 -3.156
O 42.232 7.461 23.067
O 48.644 6.586 25.312
O -23.284 -6.702 -5.499
O -21.03 -7.814 -6.517
O -41.54 -6.371 -4.21
O -30.283 6.185 -3.148
O -14.836 -3.985 -5.628
O -23.846 -6.04 25.044
O -42.297 2.758 -3.514
O 9.305 2.986 -6.43
O 46.14 6.246 25.321
O -10.871 -2.717 22.245
O 44.388 -7.614 -4.176
O -44.469 1.598 23.115
O -23.384 0.809 -1.551
O -23.474 -4.765 -3.776
O -14.771 7.087 -5.585
O -45.065 -3.605 -5.089
O -44.608 -4.875 -0.915
O -38.853 6.732 -1.213
O 9.06 -5.417 -4.486
O -48.763 5.38 -0.27
O -47.104 -2.32 -3.813
O 43.929 7.471 25.001
O -42.509 -3.885 -2.095
O 44.553 4.169 23.436
O -28.712 -3.468 -4.525
O -39.376 -4.038 23.53
O -26.096 6.988 -5.716
O 48.128 0.957 -1.354
O 39.624 3.29 -3.728
O -41.572 -1.694 -0.971
O 18.014 -7.727 -3.408
O -26.231 5.116 -3.905
O -41.068 -3.852 25.615
O 6.391 4.686 -5.839
O 10.615 -7.659 25.499
O -34.366 7.038 -1.29
O -17.892 0.645 25.335
O -26.509 7.695 -3.258
O -22.775 -1.232 24.205
O 47.568 3.905 -5.566
O 26.428 4.652 -6.519
O 43.96 5.364 -3.387
O 37.099 -5.99 -5.708
O 11.935 -0.945 -5.886
O 45.095 4.572 -1.268
O -42.187 6.502 24.222
O 31.671 7.725 24.975
O -40.087 5.176 25.257
O -45.221 3.638 24.557
O -14.993 1.848 -2.968
O -28.272 2.128 22.915
O -43.422 -0.031 -0.243
O 6.217 7.252 -5.404
O -17.486 -3.221 25.403
O 21.666 -2.471 25.546
O -34.802 5.324 25.266
O 11.996 -0.907 25.645
O -5.431 0.049 -6.139
O 4.397 4.253 24.615
O 17.726 -6.161 -1.261
O 47.319 -3.676 -3.694
O -43.652 -7.183 -5.493
O -29.697 0.123 22
O 32.938 -5.618 -6.642
O -31.515 -6.36 -1.264
O -35.274 -5.366 22.352
O -35.306 -2.791 -0.201
O -21.847 -5.429 -0.378
O -33.456 -3.71 23.316
O -29.111 1.675 -1.38
O -26.372 -7.22 22.956
O -16.215 -0.387 -3.449
O -35.633 2.765 24.85
O -24.559 -5.555 22.087
O -38.135 -5.433 -0.326
O -29.011 -1.12 -5.42
O -23.235 6.993 23.437
O 11.373 -6.57 -3.976
O -32.521 8.166 22.275
O -29.843 5.429 22.287
O -34.179 6.295 23.023
O -24.604 2.69 -0.322
O -39.772 0.959 23.124
O -38.234 3.289 25.507
O -35.392 -5.327 -2.789
O -31.5 3.617 23.192
O -26.097 -6.003 -0.959
O 24.251 6.233 -3.551
O -24.589 -8.037 -0.338
O -40.919 5.216 22.135
O -39.533 -4.828 -4.049
O -35.341 2.658 -0.388
O -34.139 3.474 -5.825
O -36.586 -7.2 -1.425
O -33.851 1.731 23.142
O -44.401 6.741 -6.036
O -38.004 -2.84 -3.477
O -31.114 6.97 -5.5
O 3.094 -2.913 -5.338
O 37.81 -2.922 -4.109
O -18.913 5.959 -3.607
O -37.501 -5.453 -6.262
O -37.04 4.082 -3.883
O -36.542 5.792 -5.833
O -30.011 -0.433 -2.622
O -29.352 -5.961 25.313
O -37.423 -1.722 22.756
O -27.112 -2.729 22.293
O -34.16 -1.61 -5.761
O 19.921 -0.972 -2.978
O -25.785 6.834 24.187
O -15.107 3.651 23.062
O 22.385 8.106 -3.019
O -31.744 -0.459 25.869
O -29.94 -2.79 -0.178
O -38.038 2.754 22.307
O -30.511 3.662 25.661
O -21.884 -2.893 -2.948
O -29.95 8.16 -0.272
O -35.925 -3.501 -5.61
O -26.099 3.567 23.073
O -38.888 0.659 -0.819
O -28.689 -4.671 23.118
O -35.962 -1.397 -3.908
O -12.571 1.46 -4.115
O -24.944 -4.577 -5.963
O -43.888 1.703 -5.989
O 45.153 2.163 25.005
O -35.19 5.873 -3.541
O -40.581 -2.501 -3.201
O -19.15 -5.288 -2.957
O -28.469 7.37 -7.041
O -30.759 1.378 24.347
O -40.065 -3.847 -1.051
O -31.902 -1.449 -1.13
O -26.321 4.209 -1.462
O -10.296 -2.001 -5.802
O -35.725 -7.307 25.749
O 34.421 4.622 25.576
O -6.606 6.723 -1.54
O -26.615 -2.016 -5.752
O -27.777 -6.297 -2.866
O -36.472 6.973 24.162
O -30.614 -6.513 23.084
O -14.204 4.314 -1.327
O -17.679 -3.372 -3.903
O 14.162 6.242 25.688
O -26.652 0.608 -5.418
O -32.834 -5.618 -3.393
O -46.733 -1.725 -6.958
O -26.613 2.567 -3.604
O 44.116 0.258 -3.318
O -37.115 -2.598 25.131
O -32.665 -2.943 25.775
O -27.698 -7.317 -5.233
O 23.711 -1.181 23.138
O -27.197 -1.635 -3.33
O 12.323 -3.677 -5.807
O 46.954 -1.678 -5.404
O -9.868 5.152 -3.941
O -28.375 -4.656 -0.969
O 12.737 6.325 -5.432
O 29.821 -2.258 -3.604
O -32.621 5.438 -0.298
O -31.049 -2.674 -3.378
O -20.632 4.146 -4.107
O -26.432 -4.005 -2.592
O -22.901 4.492 -2.876
O -31.043 -7.617 -3.542
O -23.127 -4.017 23.419
O -34.852 -7.841 -3.345
O -13.532 0.145 22.139
O -38.582 2.234 -2.887
O -25.779 -1.867 -1.116
O -34.521 0.582 25.493
O 11.29 1.058 23.955
O -34.095 -3.278 -3.711
O 17.936 -2.403 -3.904
O -22.345 3.293 25.171
O -47.91 -2.029 22.887
O 4.283 -7.2 -5.465
O -16.554 -5.719 -3.434
O -28.509 4.256 -2.93
O 31.4 4.71 -5.671
O -21.039 -6.734 -4.094
O -37.723 6.61 -3.604
O -12.11 2.165 22.988
O -42.853 7.911 -3.282
O -37.346 4.032 -1.271
O -48.818 5.519 -6.901
O 14.48 -0.863 -2.058
O -32.823 5.552 -6.825
O -37.071 -8.04 -6.44
O -30.994 -4.175 24.194
O 8.16 7.958 25.593
O -27.337 0.018 -0.325
O -41.212 0.425 25.267
O 4.338 6.249 -1.306
O 32.3 -2.44 25.278
O -18.322 6.166 25.545
O -28.045 3.974 24.793
O 18.382 5.948 -3.207
O -33.758 0.9 -6.429
O -40.697 -5.076 -6.412
O 9.031 5.941 -6.453
O 34.261 0.83 -5.739
O -20.699 -1.096 -1.337
O 9.876 -1.125 -1.547
O -18.893 -5.366 22.119
O -19.06 -2.769 -0.322
O -16.488 5.631 -6.857
O -17.034 -3.778 22.947
O -19.67 1.738 -5.679
O -10.066 -7.18 22.948
O -18.996 -0.083 22.066
O -16.75 8.048 24.753
O -8.278 -5.532 22.029
O 48.255 2.482 -3.515
O -12.68 -1.096 -5.487
O -17.278 -4.27 -1.401
O 34.987 2.746 -4.036
O -16.197 -8.108 22.057
O -13.526 5.473 22.123
O -17.828 6.399 23.006
O -8.3 2.718 -0.413
O -23.658 0.838 22.807
O -0.371 2.99 25.014
O 25.985 -6.267 -5.58
O 17.729 -4.052 24.239
O -9.767 -5.978 -1.031
O -11.197 -7.691 25.221
O -8.262 -8.013 -0.399
O -24.44 5.25 22.065
O -28.89 1.433 -4.05
O -18.995 2.705 -0.477
O -10.447 1.937 24.936
O -20.329 -7.159 -1.535
O -17.224 1.601 22.99
O -12.299 6.205 -1.256
O -19.687 -1.707 -3.741
O -39.341 4.723 -2.794
O -33.905 1.76 -3.92
O -18.021 7.17 -1.403
O -20.697 -1.976 22.821
O -21.352 -5.234 -6.264
O -14.229 3.775 25.591
O -13.682 -0.395 -2.661
O -40.614 7.709 25.835
O -15.307 0.825 24.656
O -23.662 -3.835 -1.277
O 24.864 -1.89 -3.099
O -11.859 7.226 23.064
O 23.731 -4.834 -5.734
O -24.41 0.448 25.258
O -16.545 6.961 -3.608
O -23.683 1.405 -6.984
O -13.636 -2.772 -0.247
O -21.822 2.562 22.115
O 22.505 -0.51 -2.804
O -25.355 -3.786 24.902
O -13.653 -8.118 -0.331
O 20.239 3.965 -2.715
O -9.919 3.599 22.971
O 13.015 -2.203 -3.848
O -12.724 -4.372 23.105
O 25.145 -6.15 24.617
O -33.029 -5.502 25.209
O -37.127 -6.833 -4.041
O 28.237 -4.874 -5.802
O -16.984 -5.714 24.874
O 14.082 -2.47 25.27
O -9.752 7.016 -5.764
O -11.403 -2.854 25.641
O -4.026 4.695 25.954
O -14.506 -6.296 23.017
O 36.752 4.131 -2.885
O -15.595 -1.437 -1.215
O -10.049 4.238 -1.512
O -24.059 5.242 25.322
O 38.497 5.677 -6.016
O -23.366 1.473 -4.301
O -44.793 4.156 -6.258
O -14.007 -5.1 -3.361
O -11.474 -6.29 -2.909
O -21.64 -7.536 25.525
O 4.699 -1.19 -6.201
O -21.911 -0.336 -3.393
O -27.343 -7.675 25.308
O -19.581 -3.432 -5.764
O -24.3 -0.644 -5.471
O 13.226 -7.441 25.598
O -31.04 -1.139 -7.065
O 6.788 -6.601 -4.947
O -10.896 -1.615 -3.384
O -20.762 -2.503 25.397
O -47.295 -8.069 25.368
O -11.417 -7.35 -5.256
O 8.63 5.36 25.338
O 15.139 -4.299 -1.276
O -24.009 7.798 25.853
O 4.88 1.619 -3.333
O -44.46 4.3 -2.866
O -12.058 -4.642 -1.018
O -4.761 -6.772 -4.123
O 22.666 7.293 -5.473
O -16.321 5.481 -0.42
O 48.365 -6.682 24.84
O -13.181 -0.847 25.195
O -10.131 -3.987 -2.659
O 20.381 7.556 -6.933
O -14.643 -7.598 -3.538
O -6.825 -4.004 23.36
O -18.704 -7.791 -3.512
O -17.926 -1.45 -5.682
O -0.257 -5.749 -3.472
O -9.478 -1.86 -1.17
O 30.494 3.13 -3.644
O -33.508 -4.263 -1.285
O -36.991 -0.087 24.813
O 45.476 -3.906 -5.561
O -15.919 5.56 24.657
O -45.334 -4.115 23.162
O 34.685 5.963 -2.627
O -7.179 -4.739 -3.826
O -12.198 4.316 -3.034
O -17.756 3.546 -5.877
O -24.534 -2.41 -3.273
O 37.654 -1.824 24.894
O -30.285 -5.148 -3.319
O -39.313 -7.091 -5.422
O 32.041 1.263 -1.1
O -9.523 6.868 24.179
O 39.532 -4.168 -5.686
O 45.089 -2.204 -3.589
O -26.654 1.732 24.88
O 42.663 6.542 -1.354
O -20.216 6.063 -5.924
O -11.018 0.043 -0.386
O -27.839 2.893 -5.939
O -11.807 4.201 24.709
O 32.548 -2.605 -3.902
O -2.01 6.229 25.54
O -45.214 -0.408 -5.305
O -48.73 7.268 -3.129
O -17.332 0.958 -6.49
O 8.626 -1.719 -3.681
O 42.401 -6.774 24.794
O 40.245 1.343 24.948
O -7.497 -6.057 24.963
O -42.411 -3.337 -5.564
O 7.294 -1.112 -5.843
O 7.102 3.021 -3.595
O 46.791 -4.829 25.962
O 42.407 0.041 25.456
O -19.911 2.265 25.413
O 42.137 1.626 -4.198
O -4.211 -6.939 23.262
O 9.221 0.525 -5.329
O -43.038 0.332 -3.952
O 30.241 -7.949 -3.429
O 15.677 -7.986 25.086
O -0.038 2.793 -2.527
O 47.751 4.196 24.547
O 12.643 1.781 -5.665
O 31.517 -7.513 -5.584
O 47.921 -1.19 24.208
O 28.593 -0.989 -1.529
O 39.777 0.633 -4.368
O 14.122 3.771 -6.656
O 42.241 7.253 -3.887
O 7.264 -1.624 -1.375
O 28.195 -2.42 25.536
O -38.16 -7.97 25.57
O -7.772 6.698 -3.953
O 41.815 -0.622 -5.595
O 15.655 -3.779 -3.767
O 19.105 4.655 25.805
O 48.109 1.82 23.408

Results
total energy: -609944.565 eV
total energy less fixed offsets of O -438.25, Si -107.07 eV per atom: -25.365 eV

Forces (eV/angstrom) on atoms 921 to 1600 of the 3024, counted in the order above; the others are left out for length: element, x, y, z
Si 0.015 -0.059 0.114
Si -0.08 0.019 -0.041
Si -0.12 -0.043 -0.008
Si -0.088 -0.051 0.015
Si 0.047 -0.037 -0.064
Si -0.03 0.099 -0.07
Si -0.006 -0.062 0.009
Si -0.031 0.097 0.149
Si -0.055 0.045 0.141
Si -0.05 -0.098 0.027
Si 0.033 -0.078 -0.088
Si -0.084 0.027 0.028
Si -0.153 -0.018 0.102
Si -0.139 -0.012 0.012
Si -0.054 0.056 0.081
Si -0.052 -0.071 0.066
Si 0.018 -0.003 0.006
Si -0.002 -0.002 -0.002
Si 0.003 -0.01 0.016
Si -0.005 -0.006 0
Si -0.005 -0.014 0.004
Si -0.015 -0.002 -0.014
Si 0.001 -0.004 -0.004
Si 0 0.013 -0.008
Si 0.014 -0.027 0.01
Si 0.009 0.027 -0.003
Si 0.001 -0.01 0.012
Si -0.005 -0.006 -0.008
Si 0.03 0.011 0.007
Si 0.002 0.006 0.02
Si -0.02 0 -0.004
Si -0.012 0.016 0
Si -0.013 0.002 0.009
Si -0.005 0.005 -0.006
Si -0.003 0.005 -0.001
Si 0.006 0.015 -0.004
Si 0.009 -0.009 0.001
Si 0 -0.001 0.001
Si -0.006 0.004 -0.005
Si 0.003 0.004 -0.005
Si -0.002 -0.007 -0.002
Si 0 0.003 -0.006
Si -0.007 -0.001 -0.003
Si -0.001 0.001 0.002
Si -0.003 -0.005 0.001
Si 0.003 0.005 -0.009
Si 0.003 0.005 0.014
Si -0.004 0.001 -0.009
Si 0.008 0.004 -0.004
Si 0.003 -0.005 -0.004
Si 0.002 0.006 -0.004
Si 0 -0.005 -0.006
Si 0.002 -0.005 -0.004
Si 0.004 0.013 0.001
Si -0.012 -0.009 -0.007
Si 0.004 -0.008 -0.01
Si -0.001 0.007 -0.002
Si -0.006 -0.004 -0.003
Si -0.007 0.002 -0.003
Si -0.003 -0.015 0.003
Si 0 0.001 -0.003
Si 0.011 0.003 0
Si 0.005 -0.002 -0.001
Si -0.006 -0.002 -0.012
Si 0.011 -0.009 -0.008
Si 0.002 -0.001 -0.002
Si -0.013 -0.006 -0.003
Si 0.015 0.005 -0.003
Si 0.008 -0.003 -0.001
Si -0.011 0 -0.004
Si 0.005 -0.007 0.001
Si 0.001 0.008 -0.001
Si 0 0.004 0.006
Si -0.006 0.007 -0.002
Si -0.001 -0.003 0.005
Si -0.011 0 0.002
Si 0.01 0.002 -0.001
Si -0.008 0.005 0.002
Si 0.006 -0.02 0.006
Si -0.005 0 -0.001
Si -0.016 0.004 0
Si -0.001 0.001 0.004
Si -0.001 0.011 0
Si -0.001 0.005 0.003
Si -0.002 0.004 0.003
Si 0.004 0.003 -0.005
Si 0.001 0.002 0.001
Si 0.014 -0.001 -0.001
Si 0.009 0.002 0.002
Si 0.001 -0.007 -0.004
Si -0.006 0 -0.002
Si -0.006 0 -0.004
Si -0.012 0 0
Si -0.003 0.003 -0.002
Si -0.006 -0.006 -0.003
Si -0.008 -0.008 -0.002
Si -0.01 -0.012 0.004
Si -0.002 -0.005 -0.001
Si 0.01 -0.002 -0.004
Si -0.001 -0.001 0
Si 0.014 -0.003 -0.006
Si -0.007 0.002 -0.006
Si 0.005 -0.001 -0.003
Si 0.005 0 -0.003
Si -0.002 0.001 -0.001
Si -0.002 -0.001 0.003
Si -0.004 0.005 0.003
Si -0.002 0.001 0.002
Si -0.004 -0.002 0.006
Si 0 0.002 0.005
Si -0.002 -0.001 0.001
Si 0 -0.001 -0.002
Si 0.003 0 0
Si -0.002 -0.006 -0.001
Si 0 0.006 0
Si 0.004 0.003 -0.001
Si -0.008 0 0.002
Si -0.001 0.006 0.003
Si 0.008 0.006 0.005
Si 0.005 -0.003 0.002
Si -0.002 0.003 0.001
Si -0.004 -0.004 0
Si 0.017 -0.003 0.001
Si -0.009 0.001 0.003
Si 0.005 -0.005 0.003
Si 0 0.006 0.004
Si -0.018 0.011 -0.003
Si -0.008 0.008 0.002
Si -0.002 0.001 0.005
Si 0.006 -0.01 -0.003
Si 0.001 -0.008 0.005
Si -0.001 -0.003 0.001
Si 0.008 -0.012 0.004
Si -0.001 0.001 0.002
Si -0.017 0.006 -0.003
Si -0.004 0 0.007
Si 0 0.009 0.003
Si 0.001 -0.001 0.002
Si 0.003 0 0.008
Si 0.002 -0.009 0.005
Si 0.002 -0.004 0.003
Si 0.003 0.008 0.001
Si -0.003 0.004 0.004
Si -0.011 -0.004 0.003
Si 0.001 0.003 0.013
Si 0.002 -0.007 0.003
Si -0.002 0.002 0.003
Si 0.001 0.01 0.003
Si -0.003 0.004 0.007
Si 0.008 0.007 0.006
Si -0.006 0.005 0.002
Si -0.002 0.001 0
Si 0.007 0.004 0.004
Si -0.001 -0.007 0
Si 0.006 -0.002 0.011
Si 0.005 -0.005 0.003
Si 0.004 -0.006 0.005
Si 0.007 0.005 0.008
Si -0.002 -0.001 0.006
Si 0.01 0.002 0
Si -0.142 0.303 0.684
Si -0.225 0.095 0.773
Si 0.123 -0.375 0.669
Si 0.223 -0.074 0.686
Si -0.243 0.083 0.686
Si 0.229 -0.003 0.734
Si 0.028 -0.198 0.77
Si 0.086 -0.078 0.693
Si -0.155 0.158 0.737
Si 0.068 -0.26 0.708
Si -0.166 0.127 0.747
Si -0.112 0.207 0.751
Si -0.138 0.087 0.727
Si 0.24 -0.162 0.677
Si -0.291 0.082 0.716
Si -0.11 0.181 0.759
Si 0.25 -0.124 0.678
Si 0.21 -0.154 0.677
Si 0 -0.019 -0.064
Si -0.01 0.004 -0.087
Si 0.002 0.011 -0.035
Si 0.022 -0.005 -0.026
Si 0.001 -0.006 -0.051
Si -0.01 0.009 -0.05
Si -0.023 -0.004 -0.045
Si 0.01 0.007 -0.034
Si -0.002 0.044 -0.054
Si -0.001 0 -0.069
Si 0.014 -0.008 -0.052
Si -0.011 -0.024 -0.047
Si -0.008 0.011 -0.022
Si -0.01 0.028 -0.042
Si 0.004 0.012 -0.07
Si 0.024 -0.012 -0.069
Si -0.032 -0.004 -0.071
Si -0.029 -0.005 -0.07
Si 0 -0.004 0.003
Si 0.027 -0.014 0
Si -0.024 0.008 0.028
Si 0.003 -0.015 0.024
Si 0.014 0.043 0.023
Si 0.002 0.013 0.029
Si -0.042 -0.001 0.045
Si -0.034 -0.005 0.02
Si 0.014 -0.004 0.034
Si 0.008 -0.002 0.04
Si -0.007 -0.001 0.01
Si 0.005 -0.004 -0.017
Si 0.026 0.005 -0.001
Si 0.036 -0.012 0.023
Si -0.01 0.008 0.004
Si 0.01 0.012 0.014
Si -0.001 0 0.034
Si -0.006 -0.023 0.021
Si 0.012 -0.013 -0.007
Si -0.019 0.007 -0.002
Si -0.013 0.019 -0.002
Si -0.017 -0.002 -0.002
Si -0.009 -0.02 0.018
Si 0.013 -0.003 -0.016
Si 0.009 -0.014 -0.02
Si 0.002 -0.007 -0.003
Si 0.009 0.015 -0.003
Si -0.009 -0.001 -0.014
Si 0.004 -0.015 0.006
Si 0.003 0.004 0.008
Si -0.009 0.008 0.008
Si 0.002 -0.011 -0.019
Si -0.018 -0.009 0.005
Si -0.013 0.01 -0.001
Si -0.009 0.004 -0.003
Si -0.007 -0.02 -0.02
Si 0.007 -0.005 -0.006
Si -0.007 -0.007 -0.006
Si 0.01 -0.007 -0.002
Si -0.004 0.006 -0.001
Si -0.002 0.011 -0.011
Si 0.002 0.001 -0.008
Si -0.001 -0.007 -0.012
Si -0.007 0.002 -0.001
Si -0.001 0.011 -0.013
Si -0.001 -0.001 -0.009
Si 0.001 0.001 -0.009
Si -0.005 -0.006 -0.013
Si 0.004 0.012 0.001
Si 0.01 0.005 0.002
Si -0.006 0.005 0.002
Si -0.006 -0.009 0.003
Si 0.002 0.012 -0.004
Si 0.01 0.002 0.001
Si 0.013 0.001 0.013
Si -0.009 -0.003 -0.006
Si -0.015 0.013 0.015
Si -0.006 -0.009 -0.02
Si -0.003 -0.002 0.01
Si 0.005 -0.024 0.004
Si 0.01 -0.01 -0.016
Si 0.011 -0.011 0.004
Si 0.013 -0.004 0.004
Si 0.007 -0.01 -0.024
Si 0.004 0.005 0.008
Si 0 -0.005 -0.02
Si -0.02 -0.007 0.016
Si -0.005 -0.005 -0.004
Si 0.007 0.008 -0.012
Si -0.01 -0.003 -0.006
Si -0.002 -0.019 0.009
Si -0.01 0.02 -0.011
Si -0.003 0.001 -0.009
Si -0.008 0.01 -0.024
Si 0.031 0.023 -0.04
Si 0.02 -0.021 -0.016
Si -0.027 0.005 -0.005
Si 0.015 0.008 -0.049
Si -0.01 0.009 0
Si 0.017 0.012 -0.026
Si 0.006 0.014 -0.023
Si -0.012 -0.009 -0.023
Si -0.018 0.028 -0.048
Si -0.017 -0.005 -0.013
Si 0.005 0.052 -0.021
Si 0.01 -0.042 0.01
Si -0.026 0.027 0.001
Si 0.009 0.01 -0.034
Si 0.015 -0.017 -0.02
Si 0.026 -0.006 -0.006
Si -0.011 -0.009 0.02
Si 0.004 -0.019 0.047
Si -0.01 0.013 0.043
Si -0.022 -0.009 0.043
Si -0.006 0.009 0.028
Si -0.007 0.005 0.06
Si -0.016 0 0.066
Si 0.023 0.018 0.053
Si -0.001 -0.014 0.043
Si 0.002 0.003 0.035
Si 0.012 0.016 0.052
Si 0.007 -0.01 0.046
Si 0.007 0.003 0.049
Si -0.009 -0.016 0.031
Si -0.01 0.019 0.04
Si 0.003 0.005 0.049
Si 0.019 0 0.041
Si -0.027 0.018 0.027
Si -0.178 0.004 -0.695
Si 0.115 0.21 -0.778
Si 0.006 -0.149 -0.715
Si 0.156 0.208 -0.757
Si 0.235 0.165 -0.651
Si -0.088 -0.234 -0.738
Si 0.14 0.144 -0.73
Si -0.262 -0.142 -0.662
Si -0.175 -0.223 -0.676
Si 0.277 0.055 -0.717
Si -0.16 -0.15 -0.68
Si 0.277 0.268 -0.663
Si -0.039 -0.142 -0.72
Si 0.173 0.197 -0.618
Si 0.384 0.333 -0.598
Si -0.155 -0.072 -0.695
Si -0.045 -0.168 -0.69
Si 0.163 0.027 -0.715
Si 0.015 -0.063 0.07
Si 0.088 0.014 0.192
Si -0.036 0.007 0.06
Si -0.057 0.067 0.076
Si 0.014 0.033 -0.127
Si 0.05 -0.069 -0.045
Si -0.07 0.047 0.139
Si -0.095 -0.053 0.088
Si -0.079 0.002 -0.172
Si 0.074 0.129 0.159
Si 0.075 0.089 -0.115
Si -0.048 -0.048 0.016
Si 0.009 -0.007 0.203
Si 0.121 0.012 -0.024
Si 0.055 0.067 -0.119
Si -0.085 0.007 -0.151
Si 0.041 -0.06 0.086
Si 0.135 -0.038 -0.095
Si -0.099 -0.052 -0.076
Si 0.024 0.061 -0.143
Si -0.049 0.067 0.043
Si 0.064 -0.05 -0.037
Si 0.027 -0.023 -0.033
Si -0.015 -0.002 -0.154
Si 0.014 -0.115 0.101
Si -0.029 -0.096 0.142
Si 0.018 0.008 -0.043
Si 0.015 0.062 -0.078
Si -0.055 -0.082 0.037
Si -0.053 -0.076 -0.008
Si -0.059 -0.046 0.03
Si 0.022 0.07 -0.107
Si 0.04 0.084 -0.156
Si 0.054 0.046 -0.054
Si -0.042 0.092 0.023
Si 0.02 -0.083 -0.047
Si -0.041 -0.006 0.134
Si 0.124 -0.063 -0.016
Si 0.007 -0.114 0.163
Si 0.103 -0.03 -0.014
Si -0.057 0.07 0.025
Si -0.011 -0.083 0.133
Si -0.025 0.069 0.004
Si -0.07 -0.014 -0.001
Si 0.04 0.001 0.005
Si -0.001 -0.042 0.16
Si -0.035 -0.112 0.055
Si -0.033 -0.034 0.001
Si 0.015 -0.006 0.03
Si -0.056 -0.044 0.119
Si 0.014 -0.095 0.009
Si 0.016 -0.172 -0.019
Si 0.08 0.161 0.07
Si 0.083 0.044 0.004
Si -0.004 0.009 0.012
Si -0.001 0.002 0.012
Si 0.02 -0.001 0.003
Si 0.016 0 0.009
Si -0.007 0 0.014
Si -0.011 0.023 0.002
Si -0.015 -0.006 0.003
Si -0.005 -0.001 0
Si 0.008 -0.003 0.013
Si -0.011 -0.001 0.002
Si 0.014 -0.006 0.003
Si -0.002 0 0.001
Si 0.007 -0.01 0
Si -0.001 0.012 0.009
Si 0.024 0.014 0.005
Si 0.011 -0.002 0.013
Si 0.003 -0.004 0.007
Si -0.013 0.011 0.012
Si 0 0 -0.004
Si 0.002 -0.002 -0.005
Si -0.001 -0.006 0.002
Si -0.004 -0.002 -0.005
Si -0.001 -0.004 -0.002
Si 0.004 -0.003 -0.007
Si -0.001 0.005 -0.006
Si -0.003 -0.005 -0.015
Si -0.006 0.005 0.001
Si 0.002 0 -0.001
Si -0.006 0.002 0.003
Si -0.007 0.001 -0.003
Si -0.001 -0.006 -0.004
Si 0 -0.005 -0.01
Si -0.003 0.002 0.001
Si -0.007 -0.002 -0.005
Si -0.002 0.007 0.002
Si 0 -0.003 -0.004
Si 0 0 -0.002
Si 0.001 0.005 -0.001
Si -0.002 -0.003 -0.002
Si -0.003 -0.008 -0.005
Si 0.014 0.013 -0.002
Si 0 0.011 0.003
Si -0.001 0.006 -0.001
Si -0.002 0.011 -0.007
Si 0.011 0.007 0
Si 0.002 0.004 -0.007
Si -0.005 -0.002 -0.006
Si 0.008 -0.001 -0.006
Si 0 -0.004 -0.005
Si 0.004 0.003 -0.003
Si -0.007 -0.006 -0.005
Si 0.006 0.003 -0.009
Si 0 -0.005 0.002
Si 0.001 -0.005 0
Si -0.005 0.002 -0.003
Si 0 -0.001 -0.003
Si 0.006 -0.005 0
Si 0.003 0.001 -0.002
Si -0.001 0 -0.002
Si -0.007 -0.002 0.002
Si 0.003 -0.004 -0.001
Si 0.004 -0.011 -0.002
Si -0.001 -0.007 0
Si -0.005 0 0.002
Si -0.005 -0.001 -0.002
Si -0.001 0.007 0.001
Si -0.012 -0.003 -0.002
Si 0.002 0.011 -0.002
Si 0.003 0.002 0
Si -0.001 -0.004 -0.004
Si -0.001 0.004 0.002
Si -0.003 -0.003 0.002
Si 0.001 0.012 -0.002
Si -0.005 0.001 0
Si 0.004 0.006 0.002
Si -0.001 0 -0.002
Si 0.007 -0.003 -0.001
Si 0.004 0.001 -0.001
Si -0.008 0.001 0
Si 0.006 0.008 -0.001
Si 0.009 0.018 0.004
Si 0 -0.008 -0.003
Si 0.004 0 -0.003
Si -0.006 -0.007 -0.001
Si 0.006 0 0.004
Si -0.002 -0.009 0.002
Si -0.007 0.004 -0.002
Si 0.002 0.004 0
Si 0 0.004 -0.001
Si 0.004 0.001 0.002
Si 0 -0.005 0
Si -0.003 -0.007 -0.003
Si -0.003 -0.006 -0.001
Si -0.003 0.002 0.002
Si 0 0.002 0.002
Si -0.003 -0.001 0.001
Si -0.002 -0.008 0.003
Si -0.002 -0.001 -0.003
Si -0.002 -0.006 0.004
Si -0.003 -0.003 -0.002
Si -0.001 0.01 0.005
Si -0.003 0 -0.001
Si -0.009 0.001 0.003
Si -0.005 0.004 0.002
Si 0.005 -0.004 -0.001
Si 0.001 -0.003 -0.002
Si 0.002 -0.005 0.003
Si 0.008 0.002 -0.003
Si 0.007 -0.007 0.003
Si -0.01 0.012 0.003
Si 0.004 0.008 0.002
Si 0.011 -0.003 0.008
Si -0.005 0.004 0
Si 0 0.001 -0.001
Si -0.004 0.01 0.004
Si 0.017 0.004 -0.005
Si 0.007 -0.011 0.003
Si 0.002 -0.002 0
Si -0.002 0 0.005
Si -0.001 -0.006 0.009
Si -0.01 0.006 0.005
Si 0.006 0.007 0.005
Si -0.005 0.001 0.005
Si 0.003 0.001 0.006
Si 0.005 -0.005 0.006
Si 0.002 0.005 0.002
Si 0 -0.004 0.005
Si -0.002 0.01 0.004
Si -0.007 -0.003 0.001
Si -0.006 -0.004 0.003
Si 0.014 -0.006 -0.001
Si -0.002 0.002 0.001
Si -0.004 -0.008 0.001
Si -0.006 -0.001 -0.003
Si -0.001 0.002 0
Si 0.004 -0.003 0.002
Si -0.003 0.001 0.009
Si -0.006 0.006 -0.001
Si 0.005 0.007 0.001
Si -0.006 0.001 -0.004
Si -0.002 -0.007 -0.004
Si 0.003 0.001 0.008
Si -0.011 -0.001 0.001
Si 0.004 -0.002 0.005
Si -0.094 0.256 0.71
Si -0.213 0.164 0.677
Si 0.121 -0.312 0.721
Si 0.257 -0.066 0.679
Si -0.22 0.116 0.725
Si 0.177 -0.113 0.777
Si 0.102 -0.06 0.755
Si 0.397 -0.192 0.659
Si -0.227 0.25 0.749
Si 0.156 -0.265 0.713
Si -0.205 0.03 0.727
Si -0.09 0.198 0.782
Si -0.218 0.305 0.712
Si 0.171 -0.209 0.662
Si -0.105 0.222 0.683
Si -0.172 0.175 0.719
Si 0.26 -0.135 0.694
Si 0.149 -0.294 0.671
Si 0.024 -0.022 -0.055
Si 0.008 -0.01 -0.074
Si -0.001 0.024 -0.035
Si 0.011 0.002 -0.019
Si -0.007 -0.009 -0.04
Si 0.004 -0.003 -0.047
Si -0.022 0 -0.054
Si 0.009 0.005 -0.036
Si -0.002 0.011 -0.052
Si -0.013 0.023 -0.055
Si 0.009 0.011 -0.055
Si 0.01 -0.01 -0.039
Si 0.01 0.007 -0.033
Si -0.018 0.014 -0.048
Si 0.006 -0.009 -0.056
Si 0.01 -0.015 -0.069
Si -0.035 0.021 -0.057
Si -0.02 -0.012 -0.068
Si -0.012 -0.004 -0.006
Si 0.031 0.005 -0.002
Si -0.024 0.015 0.033
Si 0.011 -0.008 0.031
Si 0.017 0.017 0.037
Si -0.006 0.013 0.035
Si -0.032 -0.008 0.027
Si -0.017 -0.023 -0.006
Si 0.009 0.002 0.022
Si 0.028 -0.01 0.039
Si -0.022 -0.013 0.012
Si 0.01 -0.012 0.012
Si 0.016 -0.036 0.023
Si 0.026 0.012 0.033
Si 0.006 -0.019 0.005
Si 0.018 0.007 0.007
Si -0.019 -0.013 0.041
Si -0.026 0.015 0.021
Si 0.003 -0.014 0.006
Si -0.002 -0.002 0
Si -0.018 0.014 -0.013
Si -0.018 0.005 -0.006
Si -0.01 -0.012 0.012
Si 0.01 0.02 -0.009
Si 0.014 -0.012 -0.016
Si 0.002 0.004 -0.014
Si -0.006 0.02 0
Si -0.01 0.011 -0.007
Si -0.006 -0.006 0.008
Si 0.013 0.001 0.017
Si 0.015 0.005 0.012
Si 0.005 0.003 -0.021
Si -0.007 0.004 0.004
Si -0.006 0.009 0.006
Si 0.015 0.012 -0.008
Si -0.004 -0.019 -0.018
Si 0.003 0.009 -0.009
Si -0.012 -0.011 -0.008
Si 0.004 -0.002 -0.015
Si 0.003 -0.002 -0.013
Si 0.008 -0.009 -0.003
Si 0.003 -0.002 -0.004
Si -0.012 0.003 -0.002
Si -0.009 0.002 0.006
Si 0.003 0.002 -0.008
Si 0.001 0.002 -0.005
Si 0.006 0.012 -0.006
Si -0.006 0.004 0.004
Si 0 0.008 -0.004
Si -0.014 -0.002 -0.007
Si 0.007 0.013 -0.005
Si 0.003 -0.003 -0.001
Si 0.017 -0.008 -0.002
Si -0.005 0.005 0
Si 0.009 -0.007 0.009
Si -0.008 0.018 0.003
Si -0.009 0.004 0.004
Si 0.002 -0.024 -0.003
Si -0.019 0.005 -0.015
Si 0 0.007 0.013
Si 0.016 -0.015 -0.016
Si -0.014 -0.002 0.003
Si 0.001 -0.017 -0.007
Si -0.021 0.009 -0.011
Si 0 0.003 -0.002
Si 0.017 0.004 -0.016
Si -0.005 0.003 0.007
Si 0.013 0.003 -0.016
Si -0.009 0.006 -0.012
Si -0.014 -0.006 0.013
Si -0.005 0.001 0.01
Si -0.004 -0.008 -0.015
Si 0.002 -0.026 -0.028
Si 0.011 -0.002 -0.03
Si -0.015 0.016 -0.049
Si 0.006 -0.008 0.001
Si 0.02 0.007 -0.002
Si 0.004 -0.01 -0.05
Si -0.029 0.002 -0.003
Si 0.012 -0.016 -0.046
Si -0.009 0.014 -0.024
Si -0.004 0.016 -0.018
Si 0.001 0.03 -0.044
Si -0.023 -0.014 -0.017
Si 0.003 0.015 -0.034
Si -0.008 0.005 -0.01
Si 0.013 -0.018 -0.013
Si 0.021 -0.023 -0.021
Si 0.014 -0.017 -0.014
Si -0.019 0.035 -0.013
Si 0.002 0.006 0.038
Si -0.008 0.029 0.066
Si 0.016 0.006 0.061
Si -0.004 -0.019 0.03
Si -0.017 -0.006 0.068
Si 0.011 0.027 0.058
Si -0.007 -0.027 0.038
Si 0.005 0.003 0.043
Si -0.011 0 0.031
Si 0.005 -0.005 0.032
Si 0.007 0.019 0.051
Si -0.021 -0.004 0.058
Si 0.003 0.023 0.026
Si -0.029 0.002 0.063
Si -0.023 -0.008 0.05
Si 0.005 0.01 0.064
Si -0.006 -0.014 0.028
Si -0.013 -0.006 0.021
Si -0.312 -0.364 -0.638
Si 0.287 0.133 -0.734
Si -0.147 -0.144 -0.698
Si 0.205 0.112 -0.681
Si 0.084 0.198 -0.721
Si -0.234 -0.033 -0.737
Si 0.164 0.206 -0.746
Si -0.141 -0.104 -0.777
Si -0.282 -0.154 -0.724
Si 0.312 0.25 -0.644
Si -0.131 -0.222 -0.726
Si 0.344 0.281 -0.676
Si -0.004 -0.119 -0.665
Si 0.173 0.111 -0.736
Si 0.086 0.105 -0.69
Si -0.153 -0.028 -0.804
